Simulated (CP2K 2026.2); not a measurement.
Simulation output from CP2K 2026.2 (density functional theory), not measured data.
Periodic cell of 2016 atoms, Si1440O576, from a study of silicon, its oxide and their interface. The atomic structure is a simulated model.
Doubt: the forces sum to 6.49 eV/angstrom along one axis rather than to zero, so they err by at least 0.0032 eV/angstrom per atom on average; the grid cutoff is modest.

Settings: functional PBE; method Gaussian and plane waves; basis set DZVP-MOLOPT-SR-GTH; pseudopotentials GTH-PBE; grid cutoff 300 Ry, relative cutoff 40 Ry; k points Gamma only; occupations fixed; spin none; net charge 0.

Cell vectors (angstrom)
a	65.28	0	0
b	0	16.32	0
c	-0.1993	0.5064	33.2

Atoms and the computed forces on them: element, x, y, z (angstrom), force x, y, z (eV/angstrom)
Si	1.586	-1.651	-0.017	-0.138	0.246	0.725
Si	4.299	1.383	0.203	-0.247	0.024	0.606
Si	0.931	4.523	0.063	0.112	-0.079	0.674
Si	4.462	6.702	0.153	-0.341	0.107	0.718
Si	1.244	-6.561	0.054	0.109	-0.148	0.713
Si	3.931	-3.792	-0.075	0.219	-0.162	0.759
Si	6.592	-0.778	-0.09	0.202	-0.352	0.705
Si	9.995	1.041	0.211	-0.049	0.049	0.657
Si	6.503	4.323	0.202	0.227	-0.111	0.736
Si	9.47	6.871	0.448	0.035	0.012	0.487
Si	7.236	8.986	0.125	-0.019	0.224	0.76
Si	9.655	-4.131	0.123	-0.274	0.137	0.687
Si	12.125	-1.209	0.494	0.018	-0.001	0.475
Si	14.913	1.38	0.281	-0.148	0.218	0.706
Si	11.615	4.631	-0.101	0.269	-0.149	0.691
Si	15.097	6.765	0.09	-0.181	0.069	0.67
Si	11.862	-6.34	0.234	0.109	-0.209	0.793
Si	14.269	-3.447	0.013	0.226	-0.083	0.689
Si	17.201	-0.751	0.114	0.167	-0.373	0.716
Si	20.479	1.307	0.272	-0.234	0.039	0.725
Si	17.313	4.542	0.138	0.087	-0.139	0.722
Si	20.088	7.385	0.189	0.216	-0.439	0.714
Si	17.736	-6.827	0.302	-0.118	0.204	0.671
Si	20.374	-3.833	-0.079	0.071	-0.204	0.703
Si	22.743	-0.843	-0.017	0.274	-0.196	0.634
Si	26.07	1.426	0.243	-0.352	0.132	0.619
Si	22.647	4.09	-0.194	0.189	0.226	0.639
Si	26.21	6.106	0.104	-0.145	0.219	0.719
Si	23.234	-6.89	0.213	-0.21	0.22	0.634
Si	25.996	-4.352	-0.018	-0.183	0.198	0.729
Si	28.045	-1.046	0.177	0.292	-0.267	0.717
Si	30.381	1.705	-0.133	0.43	-0.068	0.71
Si	28.46	4.058	0.476	0.086	-0.006	0.589
Si	31.473	6.466	-0.073	-0.181	0.195	0.747
Si	28.208	-6.658	-0.055	0.245	-0.186	0.658
Si	31.228	-3.977	-0.038	-0.062	-0.045	0.653
Si	34.006	-1.531	-0.027	-0.006	0.184	0.605
Si	36.905	1.434	-0.337	-0.164	-0.195	0.761
Si	33.566	4.106	-0.228	0.306	-0.243	0.709
Si	36.414	6.846	-0.167	0.193	-0.119	0.713
Si	34.235	-7.21	-0.218	-0.212	0.195	0.735
Si	36.171	-3.823	-0.299	0.286	-0.2	0.713
Si	39.51	-1.79	-0.118	-0.256	0.427	0.564
Si	41.929	1.394	-0.108	0.126	-0.052	0.651
Si	39.757	3.629	-0.113	-0.042	0.239	0.66
Si	-22.655	6.359	-0.236	-0.244	0.199	0.756
Si	39.398	-6.74	-0.292	-0.087	-0.079	0.763
Si	-23.354	12.396	-0.145	0.329	-0.334	0.605
Si	-19.806	-1.884	0.011	-0.118	-0.034	0.62
Si	-17.506	0.9	0.056	-0.087	0.254	0.669
Si	-20.403	4.153	-0.192	0.145	-0.145	0.71
Si	-17.612	7.135	-0.126	0.164	-0.355	0.665
Si	-20.004	9.191	-0.037	-0.218	0.168	0.723
Si	-17.645	12.225	0.283	0.005	0.01	0.464
Si	-15.179	-1.153	0.066	0.183	-0.168	0.789
Si	-12.339	1.42	0.078	0.201	-0.074	0.68
Si	-14.536	3.641	-0.054	-0.185	0.145	0.768
Si	-11.681	6.362	-0.197	-0.25	0.202	0.776
Si	-15.48	10.013	-0.169	0.222	-0.074	0.689
Si	-12.034	12.182	-0.281	-0.178	0.101	0.744
Si	-9.15	-1.686	0.043	-0.129	0.272	0.73
Si	-6.346	1.07	0.202	-0.198	0.178	0.76
Si	-9.412	4.166	-0.06	0.087	-0.267	0.686
Si	-6.831	6.815	0.259	0.143	-0.049	0.684
Si	-8.858	-7.119	-0.061	-0.415	0.138	0.683
Si	-6.907	-3.88	0.147	0.13	-0.055	0.723
Si	-4.125	-1.092	0.384	0.02	-0.184	0.685
Si	-1.621	1.47	0.321	0.309	-0.094	0.623
Si	-3.554	3.964	0.299	-0.389	0.064	0.647
Si	-1.219	6.734	0.467	0.082	-0.013	0.486
Si	-3.516	-7.465	-0.009	-0.103	0.218	0.612
Si	-1.069	-4.405	-0.035	-0.193	0.108	0.727
Si	2.716	0.019	1.292	-0.044	0.01	-0.055
Si	5.453	2.804	1.615	-0.005	-0.002	-0.037
Si	2.692	5.577	1.295	0.006	-0.031	-0.024
Si	5.614	8.11	1.598	0.002	0.011	-0.036
Si	2.851	-5.402	1.319	-0.01	0.036	-0.071
Si	5.523	-2.568	1.172	0.001	0.019	-0.063
Si	8.193	0.107	1.415	-0.028	0.026	-0.065
Si	10.893	2.861	1.398	0.007	0.045	-0.078
Si	8.09	5.412	1.589	-0.022	0.004	-0.047
Si	10.852	-7.982	1.581	0.015	-0.01	-0.041
Si	8.119	-5.447	1.313	-0.012	-0.012	-0.066
Si	10.714	-2.646	1.616	0.004	-0.013	-0.027
Si	13.527	0.173	1.703	-0.001	-0.002	-0.03
Si	16.16	2.963	1.466	0.02	-0.001	-0.036
Si	13.407	5.598	1.252	-0.001	-0.028	-0.058
Si	16.172	-8.023	1.522	0.016	-0.012	-0.054
Si	13.454	-5.171	1.448	0.027	-0.004	-0.08
Si	16.107	-2.51	1.27	0.03	-0.027	-0.092
Si	18.85	0.176	1.471	0.03	-0.014	0.006
Si	21.623	2.859	1.528	-0.005	0.005	-0.072
Si	18.959	5.654	1.372	0.006	0.013	-0.032
Si	21.735	-8.061	1.588	-0.011	-0.011	0.002
Si	19.065	-5.25	1.37	0.035	0.044	-0.074
Si	21.681	-2.502	1.325	0.027	-0.002	-0.059
Si	24.347	0.223	1.324	0.037	-0.007	-0.039
Si	27.106	2.758	1.79	0.009	0.021	-0.037
Si	24.299	5.289	1.235	-0.074	-0.003	-0.046
Si	27.111	-8.291	1.251	-0.044	0.035	-0.061
Si	24.377	-5.289	1.392	0.017	-0.012	-0.062
Si	27.024	-2.744	1.351	-0.008	-0.023	-0.013
Si	29.685	0.063	1.396	0.038	-0.008	-0.1
Si	32.344	2.601	1.061	-0.04	-0.046	-0.057
Si	29.937	5.506	1.435	0.028	0.014	-0.075
Si	32.62	-8.241	1.168	-0.002	-0.005	-0.099
Si	29.878	-5.494	1.201	-0.017	0.023	-0.089
Si	32.492	-2.628	1.372	0.039	-0.009	-0.047
Si	35.385	0.056	1.009	0.035	0.026	-0.068
Si	38.153	2.604	1.239	0.014	0.022	-0.058
Si	35.243	5.25	1.082	-0.038	-0.007	-0.032
Si	38.072	-8.235	1.02	0.025	-0.003	-0.063
Si	35.243	-5.504	1.067	0.012	0.018	-0.01
Si	37.874	-2.853	1.107	-0.039	-0.042	0.001
Si	40.702	-0.13	1.165	-0.017	-0.017	-0.019
Si	-21.65	2.565	1.084	0	-0.013	-0.049
Si	-24.349	5.304	1.057	-0.028	0.039	-0.02
Si	-21.674	8.033	1.118	0	-0.002	-0.071
Si	-24.52	10.824	1.15	0.013	-0.004	-0.043
Si	-21.658	-2.856	1.114	-0.028	0.023	-0.058
Si	-18.898	-0.272	1.478	-0.029	-0.004	-0.051
Si	-16.259	2.59	1.183	0.018	0.002	-0.052
Si	-18.811	5.389	1.055	-0.028	0.015	-0.04
Si	-16.23	8.295	1.318	0.043	0.014	-0.041
Si	-19.014	10.752	1.411	0.008	0.001	-0.046
Si	-16.219	-2.715	1.468	-0.015	0.004	-0.058
Si	-13.547	-0.086	1.37	-0.006	0.008	-0.047
Si	-10.69	2.631	1.243	-0.019	0.009	-0.038
Si	-13.404	5.351	1.135	0.009	0.003	-0.075
Si	-10.681	8.108	1.077	0.004	0.001	-0.036
Si	-13.589	10.92	1.006	0.01	-0.036	-0.038
Si	-10.78	-2.831	1.263	-0.006	-0.011	-0.037
Si	-8.016	-0.088	1.377	0.006	-0.001	-0.055
Si	-5.289	2.774	1.428	0.037	-0.024	-0.058
Si	-8.091	5.34	1.491	-0.017	-0.032	-0.052
Si	-5.204	8.009	1.422	-0.013	0.023	-0.04
Si	-7.973	-5.525	1.41	0.003	0.013	-0.01
Si	-5.325	-2.766	1.453	-0.008	-0.01	-0.073
Si	-2.695	0.046	1.79	-0.019	0.019	-0.032
Si	0.043	2.746	1.4	0.011	0.026	-0.042
Si	-2.548	5.395	1.795	0.009	0.02	-0.049
Si	0.172	8.24	1.522	0.01	0.015	-0.034
Si	-2.618	-5.616	1.257	-0.036	0.011	-0.068
Si	0.013	-2.769	1.319	-0.015	-0.006	-0.051
Si	1.416	1.368	2.722	-0.004	0.013	0.018
Si	3.989	4.184	2.79	-0.018	0.026	0.022
Si	1.498	6.868	2.845	0.007	-0.024	0.021
Si	4.171	9.568	2.75	-0.036	0.007	-0.005
Si	1.428	-4.079	2.721	0.009	-0.005	0.02
Si	4.136	-1.299	2.667	0.014	-0.047	0.01
Si	6.887	1.454	2.86	0.016	-0.035	0.013
Si	9.5	4.073	2.863	0.009	-0.019	0.022
Si	6.819	6.761	3.017	0.024	-0.017	0.036
Si	9.437	-6.667	2.876	-0.014	0.007	0.023
Si	6.77	-4.006	2.63	-0.008	0.02	-0.003
Si	9.377	-1.267	2.899	-0.005	0.016	0.042
Si	12.181	1.597	2.92	-0.005	-0.005	0.053
Si	14.746	4.274	2.766	-0.026	0.017	0.034
Si	12.235	6.937	2.813	0.025	-0.024	0.022
Si	14.826	-6.594	2.776	-0.02	0.005	0.023
Si	12.129	-3.958	2.939	0	0.008	0.034
Si	14.924	-1.25	2.892	-0.003	-0.021	0.034
Si	17.546	1.576	2.818	-0.012	0.017	0.02
Si	20.244	4.249	2.779	-0.056	-0.01	0.027
Si	17.596	6.949	2.826	-0.004	-0.011	0.045
Si	20.343	-6.624	2.823	-0.008	0.008	0.019
Si	17.565	-3.893	2.627	-0.013	0.015	0.026
Si	20.25	-1.242	2.743	0.025	0.004	0.019
Si	23.036	1.494	2.803	0.027	0.012	0.036
Si	25.588	4.115	2.854	-0.063	0.025	0.036
Si	23.078	6.74	2.729	0.037	-0.04	0.005
Si	25.738	-6.848	2.624	0.03	0.036	0.009
Si	23	-3.915	2.708	-0.01	-0.03	-0.007
Si	25.65	-1.308	2.661	-0.008	0.027	-0.008
Si	28.463	1.31	2.942	0.019	-0.021	0.036
Si	31.242	4.003	2.648	0.01	-0.021	0.036
Si	28.517	6.86	2.713	-0.009	-0.012	0.021
Si	31.235	-6.866	2.541	0.018	0	0
Si	28.519	-4.094	2.604	-0.013	-0.021	-0.006
Si	31.154	-1.262	2.676	-0.023	-0.013	0.006
Si	33.901	1.332	2.382	0.006	0.047	0.013
Si	36.7	4.004	2.457	0.002	0.028	0.022
Si	33.966	6.673	2.518	0.019	0.009	0.025
Si	36.719	-6.83	2.414	-0.017	-0.006	-0.007
Si	33.89	-4.157	2.523	0.01	0.001	0.012
Si	36.649	-1.36	2.459	0.007	0.013	0.007
Si	39.43	1.212	2.601	0.016	-0.018	0.009
Si	-23.021	3.951	2.48	0.034	-0.03	0.016
Si	-25.798	6.704	2.361	0.003	0.001	0.009
Si	-23.11	9.406	2.434	0.009	-0.006	0.007
Si	-25.923	12.18	2.483	0.024	0	0.011
Si	-23.055	-1.433	2.447	-0.017	0.006	0.031
Si	-20.342	1.237	2.537	-0.013	0.025	0.027
Si	-17.561	4.024	2.503	-0.013	-0.014	0.017
Si	-20.255	6.699	2.48	0.014	0.001	0.034
Si	-17.614	9.466	2.765	-0.028	0.001	0.027
Si	-20.433	12.132	2.628	0.012	0.02	0.031
Si	-17.56	-1.474	2.893	0.016	-0.019	0.045
Si	-14.928	1.289	2.673	-0.005	0.001	0.04
Si	-12.089	4.019	2.605	-0.023	-0.002	0.013
Si	-14.804	6.776	2.469	-0.002	-0.042	-0.004
Si	-12.179	9.472	2.377	0.006	-0.001	0.013
Si	-14.791	12.185	2.625	0.01	-0.004	0.017
Si	-12.131	-1.459	2.64	0	-0.008	0.013
Si	-9.402	1.287	2.677	0.003	0.002	0.016
Si	-6.707	4.02	2.808	0.038	-0.013	0.037
Si	-9.468	6.8	2.683	-0.042	0.012	0.025
Si	-6.573	-6.862	2.734	0.015	-0.01	0.026
Si	-9.452	12.129	2.681	0.016	0.037	0.009
Si	-6.703	-1.418	2.81	0.01	0.037	0.038
Si	-4.058	1.459	2.984	-0.065	0.046	0.05
Si	-1.197	3.982	2.988	0.014	-0.029	0.05
Si	-4.01	6.742	2.96	-0.018	0.005	0.044
Si	-1.29	-6.795	2.813	-0.02	-0.005	0.03
Si	-3.946	-4.204	2.678	0.033	-0.022	0.012
Si	-1.246	-1.429	2.823	0.042	-0.024	0.007
Si	0.085	0	4.135	-0.019	0.031	-0.008
Si	2.722	2.74	4.144	-0.013	0.01	-0.009
Si	0.138	5.466	4.21	0.009	-0.017	-0.001
Si	2.83	8.23	4.183	0.003	-0.002	0.007
Si	0.07	-5.412	4.141	0.018	0.005	-0.007
Si	2.786	-2.674	4.072	-0.019	-0.001	-0.022
Si	5.465	0.038	4.115	0.006	0	-0.023
Si	8.179	2.773	4.28	-0.024	0.016	0.034
Si	5.367	5.448	4.256	0.004	-0.015	-0.011
Si	8.158	-8.089	4.255	0.008	0.002	-0.011
Si	5.463	-5.34	4.102	0.026	0.002	0.003
Si	8.064	-2.7	4.167	0.002	-0.036	-0.006
Si	10.803	0.132	4.19	-0.007	0.021	-0.04
Si	13.553	2.897	4.259	0.036	0.007	0.021
Si	10.861	5.535	4.156	0.006	-0.017	-0.039
Si	13.552	-8.009	4.182	0.001	0.002	0
Si	10.803	-5.354	4.262	0.008	0.001	0.008
Si	13.541	-2.598	4.234	0.013	-0.005	-0.001
Si	16.272	0.145	4.201	0.002	-0.011	-0.009
Si	18.93	2.878	4.167	0	0.02	0.032
Si	16.199	5.576	4.136	0.007	-0.02	-0.01
Si	18.97	-8.013	4.157	0.018	-0.025	-0.009
Si	16.265	-5.275	4.082	0.045	0.006	-0.007
Si	18.915	-2.611	4.098	-0.018	-0.003	-0.009
Si	21.639	0.103	4.097	-0.013	0.013	-0.002
Si	24.347	2.756	4.247	0.011	-0.042	0.031
Si	21.668	5.509	4.142	0.049	-0.022	-0.002
Si	24.404	-8.148	4.056	-0.001	0.019	0.015
Si	21.702	-5.287	4.133	0.002	0.026	0.026
Si	24.363	-2.629	4.093	-0.013	0.029	0.035
Si	27.04	-0.067	4.129	-0.033	0	0.005
Si	29.885	2.735	4.098	0.015	0.011	-0.005
Si	27.089	5.507	4.046	-0.01	-0.006	-0.049
Si	29.894	-8.132	4.016	0.036	0.01	0.024
Si	27.135	-5.456	3.963	-0.036	0.012	-0.034
Si	29.832	-2.713	3.984	-0.027	0.012	0.013
Si	32.623	0.043	3.92	0.002	0.025	0.017
Si	35.289	2.67	3.8	-0.024	-0.013	-0.02
Si	32.622	5.379	3.953	-0.008	0.015	-0.001
Si	35.354	-8.211	3.798	-0.016	0.002	-0.006
Si	32.573	-5.497	3.913	-0.008	-0.009	0.029
Si	35.303	-2.759	3.823	-0.01	0.002	-0.021
Si	38.027	-0.104	3.906	-0.008	-0.007	0.018
Si	-24.433	2.63	3.852	-0.015	0.007	0.002
Si	-27.19	5.391	3.773	0.023	-0.006	0.013
Si	-24.473	8.053	3.79	-0.001	-0.015	0.017
Si	-27.229	10.805	3.849	0.007	-0.018	0.02
Si	-24.479	-2.783	3.798	-0.008	0.007	-0.013
Si	-21.743	-0.08	3.885	-0.012	-0.025	-0.011
Si	-18.963	2.655	3.859	0.017	-0.024	-0.013
Si	-21.665	5.342	3.832	0.002	0.011	-0.025
Si	-18.998	8.041	3.971	-0.023	-0.004	0.014
Si	-21.797	10.747	3.9	-0.029	-0.009	0.008
Si	-19.034	-2.866	4.029	0.001	0.001	0.005
Si	-16.214	-0.04	4.116	0.014	0.006	0.017
Si	-13.508	2.674	3.961	0.008	0.01	-0.021
Si	-16.197	5.401	3.853	-0.006	0.034	-0.007
Si	-13.473	8.12	3.866	0.012	0.04	0.006
Si	-16.198	10.853	4	-0.011	0.003	-0.002
Si	-13.477	-2.795	4.026	-0.011	0.011	-0.002
Si	-10.793	-0.07	4.008	-0.004	-0.005	-0.006
Si	-8.086	2.639	4.101	-0.016	0.004	-0.007
Si	-10.811	5.408	4.022	0.006	-0.003	-0.002
Si	-8.049	8.121	4.036	0.011	-0.007	-0.017
Si	-10.864	10.767	3.937	-0.018	-0.029	0.003
Si	-8.11	-2.802	4.077	0.004	-0.02	-0.006
Si	-5.412	-0.02	4.203	0.003	0.009	-0.009
Si	-2.637	2.721	4.323	-0.028	-0.003	0.022
Si	-5.404	5.378	4.225	0.009	-0.019	-0.005
Si	-2.628	8.161	4.206	0.015	0.023	-0.008
Si	-5.306	-5.476	4.123	0.012	-0.017	0.014
Si	-2.64	-2.809	4.106	-0.033	-0.011	-0.001
Si	1.331	-1.362	16.326	0.001	-0.004	-0.02
Si	4.097	1.423	16.411	0.007	0.013	-0.005
Si	1.301	4.12	16.406	0.013	-0.032	-0.004
Si	4.055	6.863	16.422	0.015	0.005	-0.003
Si	1.312	-6.814	16.455	-0.022	-0.008	0.003
Si	4.074	-4.052	16.392	0.003	0.004	-0.01
Si	6.783	-1.275	16.407	-0.001	0.012	-0.019
Si	9.564	1.446	16.485	0.011	0.003	0.014
Si	6.804	4.125	16.421	0.004	0.012	-0.002
Si	9.516	-9.49	16.47	-0.005	0.009	-0.015
Si	6.793	-6.722	16.415	-0.02	-0.004	-0.022
Si	9.521	-4.018	16.455	0.006	0.004	-0.003
Si	12.289	-1.267	16.513	0.001	-0.001	-0.008
Si	14.981	1.418	16.439	0.004	-0.003	-0.014
Si	12.204	4.148	16.485	0.01	-0.006	-0.007
Si	14.942	-9.466	16.481	-0.009	-0.007	-0.011
Si	12.255	-6.745	16.46	-0.004	0.001	-0.011
Si	14.999	-3.976	16.518	0.002	0.007	-0.001
Si	17.733	-1.327	16.424	-0.008	-0.007	-0.009
Si	20.466	1.379	16.388	0.004	-0.002	-0.015
Si	17.706	4.102	16.439	-0.004	-0.027	-0.011
Si	20.447	-9.443	16.337	-0.009	0.013	-0.004
Si	17.685	-6.725	16.408	-0.012	0.006	-0.014
Si	20.44	-4.048	16.412	0.009	-0.016	-0.003
Si	23.193	-1.325	16.347	0	0.014	-0.017
Si	25.912	1.329	16.314	-0.02	0.009	0.011
Si	23.195	4.075	16.274	-0.01	0.001	-0.012
Si	25.883	-9.524	16.255	-0.021	-0.007	0
Si	23.185	-6.782	16.334	-0.002	-0.027	-0.015
Si	25.913	-4.036	16.253	-0.001	-0.004	0.001
Si	28.629	-1.35	16.249	-0.006	-0.006	-0.001
Si	31.367	1.379	16.136	0.005	-0.004	0.006
Si	28.577	4.016	16.147	-0.012	-0.027	-0.008
Si	31.367	-9.514	16.031	0.01	-0.001	-0.013
Si	28.617	-6.773	16.158	-0.005	-0.003	-0.009
Si	31.308	-4.038	16.18	0.022	-0.026	0.012
Si	34.05	-1.367	16.077	-0.01	-0.018	-0.009
Si	36.754	1.349	16.018	0.004	-0.002	-0.005
Si	34.024	4.069	16.057	-0.011	-0.002	-0.004
Si	36.761	-9.51	15.996	0.007	-0.009	-0.011
Si	34.038	-6.769	16.015	0.01	-0.013	-0.013
Si	36.76	-4.072	16.1	0.011	0.006	0.002
Si	39.446	-1.403	16.049	-0.007	0.005	-0.006
Si	-23.165	1.279	16.043	-0.019	0.027	-0.009
Si	-25.878	4.042	15.954	-0.014	0.016	-0.021
Si	-23.158	6.795	16.071	-0.001	0.014	-0.005
Si	-25.821	9.515	16.079	0.013	0.007	-0.007
Si	-23.112	-4.144	16.133	-0.004	-0.003	0.007
Si	-20.403	-1.448	16.157	-0.006	0.016	-0.008
Si	-17.739	1.302	16.149	-0.021	-0.001	-0.001
Si	-20.416	4.047	16.094	0.013	0.002	-0.012
Si	-17.731	6.733	16.198	0.003	0.022	0.006
Si	-20.459	9.482	16.129	0.02	0.013	-0.01
Si	-17.72	-4.14	16.233	0	0.01	0.005
Si	-15.023	-1.432	16.209	0	0.009	-0.011
Si	-12.313	1.317	16.293	0.015	-0.012	-0.011
Si	-15	4.067	16.229	-0.009	-0.001	0.001
Si	-12.26	6.781	16.279	0.012	0.001	-0.007
Si	-15.034	9.477	16.254	0.004	0.011	0.004
Si	-12.294	-4.163	16.267	-0.003	0.013	0.001
Si	-9.598	-1.405	16.262	0.004	-0.001	-0.017
Si	-6.788	1.369	16.339	0.022	0.022	-0.005
Si	-9.566	4.063	16.322	-0.003	0.013	-0.004
Si	-6.85	6.791	16.417	0.002	0.004	0
Si	-9.586	9.454	16.391	-0.03	-0.003	0.002
Si	-6.824	-4.131	16.33	0.007	0.012	-0.011
Si	-4.122	-1.348	16.384	0.002	-0.005	0
Si	-1.41	1.409	16.359	0.019	-0.007	-0.011
Si	-4.123	4.103	16.458	0.017	-0.014	0.014
Si	-1.394	6.776	16.477	0.002	0.003	-0.007
Si	-4.135	9.487	16.42	-0.005	-0.003	-0.001
Si	-1.394	-4.085	16.407	-0.022	0.011	-0.007
Si	2.71	-0.012	17.636	0.009	-0.01	-0.018
Si	5.453	2.796	17.803	-0.007	-0.024	-0.016
Si	2.675	5.482	17.74	-0.012	0.022	-0.006
Si	5.415	8.259	17.755	-0.002	-0.004	-0.008
Si	2.704	-5.417	17.738	0.023	-0.016	-0.006
Si	5.433	-2.668	17.727	-0.001	0.001	0.009
Si	8.115	0.118	17.767	0.001	-0.017	-0.021
Si	10.91	2.786	17.921	-0.008	-0.007	0.034
Si	8.149	5.444	17.818	0.011	-0.001	0.012
Si	10.902	-8.134	17.807	0.009	-0.017	-0.009
Si	8.149	-5.388	17.804	-0.013	0.012	0.011
Si	10.853	-2.616	17.804	0.004	-0.006	-0.021
Si	13.717	0.064	17.886	0.02	-0.023	-0.009
Si	16.325	2.745	17.821	0.007	-0.01	0.011
Si	13.552	5.496	17.856	-0.013	0.016	-0.016
Si	16.303	-8.052	17.778	-0.011	-0.002	-0.02
Si	13.582	-5.35	17.82	0.02	0.005	0.003
Si	16.411	-2.616	17.892	-0.003	0.022	0
Si	19.142	-0.014	17.763	0.034	-0.006	-0.005
Si	21.903	2.716	17.685	0.01	-0.001	-0.007
Si	19.104	5.516	17.689	0.018	0.01	-0.004
Si	21.841	-8.141	17.726	0.019	0	0.002
Si	19.078	-5.422	17.784	0.001	-0.005	0.002
Si	21.843	-2.669	17.721	-0.023	-0.034	-0.02
Si	24.575	-0.015	17.746	-0.007	-0.015	-0.003
Si	27.301	2.679	17.647	0.034	0.009	0.018
Si	24.525	5.431	17.638	-0.009	0.014	0.006
Si	27.322	-8.17	17.525	-0.003	0.002	0.004
Si	24.59	-5.404	17.623	0.007	0.014	0.006
Si	27.288	-2.715	17.642	0.005	-0.016	0
Si	30.023	0.06	17.529	-0.009	0.014	-0.007
Si	32.749	2.709	17.509	0.015	0.014	0.029
Si	30.037	5.386	17.317	0.006	-0.003	-0.047
Si	32.692	-8.106	17.36	-0.022	-0.018	0.012
Si	29.926	-5.393	17.539	-0.023	0.018	-0.001
Si	32.707	-2.662	17.497	-0.002	0.032	0.017
Si	35.431	-0.005	17.387	0.028	0	-0.016
Si	38.127	2.679	17.361	-0.004	0.012	0.034
Si	35.41	5.457	17.321	0.006	0.025	0.007
Si	38.049	-8.13	17.399	-0.016	-0.012	-0.002
Si	35.402	-5.473	17.406	-0.017	-0.017	-0.002
Si	38.092	-2.675	17.467	-0.019	0.009	0.022
Si	40.789	-0.089	17.437	0.019	0.001	-0.006
Si	-21.818	2.663	17.339	0.013	-0.009	0.019
Si	-24.655	5.483	17.3	-0.012	0.003	0
Si	-21.801	8.113	17.486	-0.019	-0.026	-0.007
Si	-24.45	10.8	17.498	0.007	-0.021	0.026
Si	-21.779	-2.784	17.529	0.013	0.003	0.012
Si	-19.045	-0.097	17.526	0.023	0.012	0.029
Si	-16.425	2.701	17.498	0.014	0.017	-0.014
Si	-19.148	5.413	17.549	-0.027	-0.005	-0.009
Si	-16.357	8.047	17.589	0.003	-0.02	0.013
Si	-19.134	10.811	17.537	-0.004	-0.016	0.006
Si	-16.36	-2.77	17.614	0.002	-0.001	-0.019
Si	-13.705	-0.088	17.601	0.001	-0.015	0.018
Si	-10.947	2.696	17.644	-0.014	0	0.013
Si	-13.651	5.455	17.605	-0.014	0.029	-0.015
Si	-10.946	8.061	17.773	0.034	-0.015	0.024
Si	-13.709	10.856	17.639	-0.005	0.019	-0.014
Si	-10.942	-2.793	17.616	0.014	0.011	0.013
Si	-8.204	-0.035	17.556	-0.006	-0.017	-0.04
Si	-5.484	2.725	17.806	-0.02	-0.021	0.019
Si	-8.262	5.44	17.738	-0.01	0.006	-0.004
Si	-5.483	8.126	17.823	0.024	-0.011	-0.009
Si	-8.183	-5.484	17.694	0.004	0.028	-0.027
Si	-5.493	-2.754	17.695	-0.004	-0.002	-0.008
Si	-2.742	0.043	17.713	-0.013	0.007	0.001
Si	-0.109	2.789	17.752	-0.023	0.021	0.01
Si	-2.762	5.439	17.887	-0.012	0.01	-0.01
Si	-0.027	-8.206	17.856	0	0.012	-0.015
Si	-2.769	-5.457	17.752	0.021	0.011	-0.012
Si	-0.023	-2.684	17.719	0.009	0.007	-0.011
Si	1.305	1.34	18.892	0.004	-0.036	-0.032
Si	4.047	4.171	19.09	0.033	-0.01	-0.01
Si	1.385	6.752	19.227	-0.025	-0.001	-0.02
Si	4.059	-6.723	19.145	0.015	-0.007	-0.01
Si	1.346	-4.043	19.052	0.001	0.001	-0.013
Si	4.041	-1.328	19.048	-0.013	0.005	-0.044
Si	6.807	1.458	19.199	0.009	0.034	-0.005
Si	9.42	4.066	19.288	-0.026	-0.016	-0.031
Si	6.772	6.88	19.07	0.021	-0.011	-0.019
Si	9.522	-6.79	19.125	-0.017	0.017	-0.026
Si	6.796	-3.972	19.126	0.009	0.008	-0.013
Si	9.445	-1.233	19.107	0.006	-0.025	-0.009
Si	12.406	1.451	19.248	-0.031	0.04	-0.017
Si	14.934	4.127	19.176	0.005	-0.012	-0.042
Si	12.151	-9.512	19.265	0.001	-0.005	0.015
Si	14.916	-6.724	19.188	-0.023	0.002	-0.005
Si	12.209	-3.961	19.158	-0.011	-0.021	-0.012
Si	15.129	-1.214	19.34	0.038	0.042	-0.009
Si	17.743	1.318	19.084	-0.033	-0.037	-0.024
Si	20.589	4.179	18.943	-0.008	0.032	-0.028
Si	17.713	-9.444	19.029	-0.015	0.007	-0.029
Si	20.489	-6.785	19.103	-0.009	-0.01	-0.032
Si	17.783	-4.038	19.195	-0.012	0.003	-0.025
Si	20.525	-1.349	19.172	-0.017	0.022	-0.035
Si	23.204	1.332	19.126	-0.001	-0.015	-0.023
Si	25.887	4.044	18.953	0.004	-0.02	-0.026
Si	23.181	-9.564	19.068	-0.024	-0.015	-0.005
Si	26.006	-6.786	18.895	-0.019	0.015	-0.009
Si	23.254	-4.029	19.006	0.02	-0.002	-0.035
Si	26.007	-1.369	19.088	-0.017	0.038	-0.001
Si	28.771	1.38	19.023	0.009	-0.009	-0.013
Si	31.334	4.12	18.764	-0.032	-0.004	-0.011
Si	28.761	-9.625	18.703	-0.016	0.006	-0.028
Si	31.312	-6.813	18.757	0.004	-0.019	-0.025
Si	28.623	-4.066	19.031	0.006	-0.024	-0.002
Si	31.43	-1.214	18.883	0.012	-0.006	-0.041
Si	34.193	1.336	18.823	-0.008	0.001	-0.007
Si	36.766	4.084	18.638	-0.005	0.019	-0.036
Si	34.131	-9.411	18.64	0.041	0.017	-0.039
Si	36.711	-6.82	18.824	-0.023	-0.011	-0.019
Si	34.09	-4.092	18.739	0.011	-0.001	-0.019
Si	36.754	-1.253	18.851	0.021	0.006	-0.03
Si	39.415	1.267	18.756	-0.039	-0.013	-0.018
Si	-23.28	4.086	18.485	0.025	-0.015	-0.061
Si	39.312	-9.508	18.775	0.017	-0.009	-0.006
Si	-23.154	9.372	18.922	-0.003	0.013	-0.024
Si	39.464	-4.079	18.744	0.016	0.016	-0.05
Si	42.131	-1.407	18.869	-0.008	0.001	-0.008
Si	-20.523	1.264	18.721	-0.028	-0.014	-0.041
Si	-17.773	4.053	18.873	0.019	-0.011	-0.001
Si	-20.543	6.757	18.933	0.007	0.018	-0.004
Si	-17.826	9.358	18.842	-0.011	-0.015	-0.012
Si	-20.463	-4.145	18.942	0.012	-0.02	0.011
Si	-17.661	-1.39	19.002	-0.019	0.034	0.001
Si	-15.112	1.337	18.855	-0.004	-0.027	-0.039
Si	-12.276	4.149	18.962	0.023	0.015	-0.032
Si	-14.987	6.752	19.06	0.009	0.036	-0.016
Si	-12.427	9.443	18.99	-0.038	-0.021	-0.013
Si	-15.043	-4.099	19.057	0.042	0.005	-0.001
Si	-12.392	-1.527	18.962	-0.043	-0.011	-0.033
Si	-9.578	1.253	18.908	0.019	-0.004	-0.021
Si	-6.982	4.048	19.11	0.017	0.014	-0.02
Si	-9.559	6.734	19.245	0.001	0.01	-0.032
Si	-6.867	9.51	19.135	-0.017	-0.008	0.012
Si	-9.52	-4.077	18.998	0.027	0.053	-0.001
Si	-6.918	-1.376	18.959	-0.012	-0.012	-0.033
Si	-4.022	1.397	19.14	0.004	0.033	-0.034
Si	-1.392	4.102	19.299	0.024	-0.028	0.01
Si	-4.171	6.765	19.269	0.007	-0.009	0.022
Si	-1.469	-6.85	19.141	-0.014	-0.022	-0.031
Si	-4.095	-4.045	19.085	0.015	0.015	-0.027
Si	-1.363	-1.293	19.059	-0.005	0.005	-0.023
Si	0.025	0.068	20.367	-0.017	0.012	0.095
Si	2.662	2.66	20.195	-0.025	0.02	0.041
Si	0.079	5.39	20.698	0.006	-0.003	0.038
Si	2.77	8.168	20.525	0.006	-0.011	0.027
Si	0.011	-5.452	20.332	0.017	-0.015	0.065
Si	2.684	-2.692	20.417	-0.004	-0.001	0.083
Si	5.383	0.069	20.393	-0.024	-0.024	0.039
Si	8.038	2.736	20.78	0.01	0.03	0.034
Si	5.348	5.605	20.43	-0.013	0.023	0.016
Si	8.199	8.135	20.463	0.005	-0.026	0.067
Si	5.414	-5.308	20.468	-0.005	0.031	0.038
Si	8.076	-2.546	20.52	-0.027	0.019	0.066
Si	10.851	0.128	20.393	-0.008	0.043	0.026
Si	13.771	2.785	20.744	0.004	-0.022	0.066
Si	10.758	5.434	20.656	0.004	0.014	0.059
Si	13.464	-8.078	20.581	0.016	0.02	0.066
Si	10.738	-5.329	20.467	-0.003	0.025	0.046
Si	13.635	-2.597	20.523	0.001	0.013	0.023
Si	16.635	0.075	20.795	-0.018	-0.061	0.07
Si	19.128	2.843	20.118	-0.009	0.027	0
Si	16.288	5.581	20.393	0.018	0.026	0.05
Si	19.169	-8.228	20.419	0.034	-0.011	0.071
Si	16.348	-5.337	20.517	-0.034	0.014	0.064
Si	19.274	-2.805	20.564	0.047	-0.012	0.088
Si	21.828	0.031	20.593	0	0.012	0.014
Si	24.609	2.701	20.44	0.011	0.019	0.045
Si	21.855	5.404	20.537	0.011	0.01	0.048
Si	24.677	-8.191	20.213	-0.002	-0.025	0.043
Si	21.897	-5.389	20.365	-0.009	0.018	0.069
Si	24.646	-2.75	20.443	-0.002	-0.007	0.003
Si	27.426	0.008	20.423	0.004	0.034	0.058
Si	30.148	2.839	20.349	-0.045	-0.02	0.062
Si	27.449	5.36	20.075	0.001	-0.003	0.036
Si	30.087	-8.321	20.089	0.039	0.016	0.029
Si	27.304	-5.521	20.425	0.041	0.03	0.041
Si	30.071	-2.574	20.205	-0.054	0.011	0.072
Si	32.829	0.127	20.293	-0.027	-0.02	0.057
Si	35.608	2.717	20.102	0.044	-0.034	0.059
Si	32.784	5.537	19.886	-0.018	0.035	0.055
Si	35.363	-8.165	20.229	0.018	-0.009	0.061
Si	32.678	-5.424	20.038	-0.021	0.006	0.035
Si	35.405	-2.703	20.096	0.009	0.004	0.046
Si	38.088	0.094	20.329	-0.012	0.008	0.037
Si	40.797	2.73	19.886	0.011	-0.011	0.057
Si	37.905	5.477	20.1	-0.024	0.019	0.055
Si	40.655	-8.294	20.261	0.033	0.005	0.056
Si	38.063	-5.385	20.069	-0.003	0.014	0.073
Si	40.776	-2.781	20.202	0.007	0.002	0.067
Si	43.459	-0.022	20.224	0.022	0.025	0.087
Si	-19.228	2.656	20.044	0.024	0.004	0.039
Si	-22.166	5.401	19.996	-0.056	0.052	0
Si	-19.103	8.023	20.345	0.005	-0.015	0.041
Si	-21.799	10.74	20.3	0.018	-0.009	0.025
Si	-19.066	-2.782	20.308	0	-0.009	0.037
Si	-16.347	0.075	20.409	-0.046	-0.008	0.04
Si	-13.706	2.715	20.083	-0.004	0	0.042
Si	-16.391	5.313	20.317	0.038	-0.002	0.027
Si	-13.718	8.175	20.555	-0.021	-0.033	0.007
Si	-16.491	10.728	20.153	0.001	-0.022	0.044
Si	-13.706	-2.771	20.562	-0.037	0.023	0.042
Si	-10.959	-0.148	20.164	0.023	-0.014	0.042
Si	-8.392	2.613	20.386	-0.009	0.004	0.042
Si	-11.01	5.348	20.591	0.011	-0.013	0.014
Si	-8.156	8.184	20.607	-0.016	-0.021	0.058
Si	-10.968	-5.502	20.141	-0.001	-0.012	0.003
Si	-8.246	-2.647	20.447	-0.03	-0.007	0.063
Si	-5.501	-0.04	20.23	-0.017	0.004	0.025
Si	-2.707	2.695	20.717	0.009	-0.009	0.053
Si	-5.622	5.344	20.54	0.014	-0.001	0.054
Si	-2.829	-8.157	20.66	0.01	0.031	0.044
Si	-5.53	-5.38	20.426	-0.028	0	0.011
Si	-2.674	-2.645	20.416	-0.008	-0.012	0.057
Si	1.595	-1.057	21.671	-0.174	-0.227	-0.733
Si	3.771	1.189	21.606	0.241	0.152	-0.757
Si	1.375	3.684	21.8	-0.025	0.214	-0.52
Si	4.427	7.217	21.935	-0.416	-0.357	-0.54
Si	1.166	-6.963	21.671	0.156	0.173	-0.676
Si	4.258	-3.726	21.793	-0.122	-0.289	-0.694
Si	6.435	-1.425	21.802	0.301	0.155	-0.647
Si	9.79	1.554	21.93	-0.277	-0.091	-0.65
Si	6.677	4.418	21.871	-0.027	-0.306	-0.601
Si	9.058	6.501	21.979	0.227	0.066	-0.714
Si	6.703	-6.863	21.617	0.155	0.222	-0.65
Si	9.628	-3.716	21.8	-0.371	-0.335	-0.622
Si	11.897	-1.498	21.658	0.388	0.262	-0.647
Si	15.729	1.96	22.01	-0.183	-0.187	-0.672
Si	11.988	3.857	21.915	0.132	0.068	-0.711
Si	15.196	-9.137	21.757	-0.351	-0.369	-0.585
Si	12.273	-6.406	21.81	-0.136	-0.372	-0.609
Si	14.651	-4.272	21.803	0.286	0.23	-0.732
Si	18.098	-1.498	22.076	-0.141	0.175	-0.713
Si	20.465	1.728	21.617	-0.104	-0.406	-0.582
Si	17.839	4.236	21.448	0.019	0.066	-0.481
Si	20.091	-9.943	21.818	0.178	0.092	-0.715
Si	17.594	-7.007	21.586	0.267	0.326	-0.673
Si	21.02	-3.792	21.894	-0.281	-0.252	-0.692
Si	23.216	-1.497	21.83	0.112	0.285	-0.599
Si	26.286	1.61	21.69	-0.232	-0.155	-0.718
Si	22.96	3.7	21.806	0.255	0.426	-0.677
Si	26.32	-9.422	21.327	-0.099	0	-0.593
Si	23.407	-6.725	21.483	-0.057	-0.156	-0.638
Si	25.569	-4.515	21.758	0.297	0.232	-0.725
Si	28.714	-1.453	21.78	0.191	0.299	-0.661
Si	31.986	1.962	21.56	-0.165	-0.124	-0.74
Si	28.465	3.917	21.629	0.258	0.109	-0.693
Si	31.799	-9.31	21.388	-0.203	-0.043	-0.702
Si	28.542	-7.29	21.453	-0.045	0.255	-0.595
Si	31.566	-3.876	21.369	-0.139	-0.123	-0.715
Si	33.822	-1.661	21.458	0.137	0.254	-0.721
Si	37.211	1.906	21.693	-0.135	-0.217	-0.727
Si	34.151	4.167	21.115	0.055	0.022	-0.562
Si	36.236	-9.922	21.573	0.156	0.091	-0.738
Si	33.784	-6.895	21.433	0.23	0.039	-0.707
Si	37.011	-3.781	21.408	-0.162	-0.065	-0.848
Si	39.231	-1.583	21.509	0.186	0.166	-0.752
Si	42.319	1.724	21.338	0.035	-0.157	-0.714
Si	39.382	4.053	21.146	-0.053	-0.004	-0.573
Si	41.519	-10.08	21.591	0.153	0.211	-0.704
Si	39.507	-6.596	21.403	-0.112	-0.206	-0.72
Si	41.815	-4.461	21.493	0.191	0.183	-0.779
Si	45.037	-1.196	21.554	-0.258	-0.124	-0.73
Si	-18.182	1.175	21.497	0.335	0.08	-0.736
Si	-20.885	3.887	21.107	0.012	-0.179	-0.542
Si	-17.48	6.866	21.685	-0.143	-0.076	-0.629
Si	-20.17	9.667	21.655	-0.242	-0.246	-0.718
Si	-17.939	-4.438	21.545	0.106	0.239	-0.717
Si	-14.558	-0.826	21.757	-0.147	-0.182	-0.666
Si	-12.326	1.32	21.272	0.032	-0.027	-0.53
Si	-14.98	3.919	21.596	-0.2	-0.008	-0.699
Si	-12.063	7.077	21.87	-0.311	-0.303	-0.612
Si	-15.471	9.328	21.728	0.226	0.053	-0.593
Si	-12.039	-4.11	21.656	-0.354	-0.056	-0.596
Si	-10.017	-1.65	21.7	0.298	0.176	-0.695
Si	-6.768	1.395	21.526	-0.127	-0.084	-0.638
Si	-10.129	3.459	21.797	0.131	0.207	-0.703
Si	-6.915	6.701	22.004	0.06	0.103	-0.681
Si	-9.888	9.405	21.64	0.332	0.106	-0.611
Si	-6.546	-3.694	21.679	-0.183	-0.169	-0.654
Si	-4.303	-1.463	21.613	0.207	0.104	-0.623
Si	-0.947	1.542	21.906	-0.219	0.041	-0.697
Si	-4.571	3.674	21.851	0.324	0.23	-0.651
Si	-1.063	7.102	21.874	-0.272	-0.329	-0.732
Si	-3.979	-6.372	21.846	-0.3	-0.561	-0.462
Si	-1.502	-4.297	21.621	0.225	0.337	-0.573
Si	3.496	3.886	-6.899	0.032	0.037	-0.021
Si	7.487	5.936	-6.728	0.043	0.064	-0.011
Si	2.408	7.267	26.126	0.016	-0.001	0.078
Si	6.99	-5.259	-4.328	0.013	0.045	-0.002
Si	5.032	7.47	24.907	-0.103	-0.008	-0.211
Si	6.898	-1.065	24.832	-0.068	-0.008	-0.035
Si	0.529	-0.758	-6.166	-0.027	-0.058	0.028
Si	10.02	7.048	24.935	-0.072	-0.029	-0.181
Si	3.231	-0.62	-4.853	0.016	-0.182	0.098
Si	0.668	-4.273	25.903	-0.149	0.02	0.067
Si	6.706	-6.175	24.481	0.049	-0.03	0.003
Si	9.496	0.008	24.736	0.027	-0.026	-0.046
Si	17.865	-6.987	-5.985	-0.045	0.133	0.092
Si	16.932	7.34	-3.997	0.081	0.153	0.224
Si	15.62	-5.401	-4.846	0.108	0.01	-0.001
Si	11.919	-6.911	24.797	0.022	0.075	-0.106
Si	14.074	-0.251	-6.452	-0.088	0.054	-0.127
Si	11.924	1.754	25.532	0.1	-0.09	-0.076
Si	19.138	0.435	23.988	-0.034	0.051	-0.044
Si	31.238	1.846	24.553	0.081	0.167	-0.147
Si	24.037	-5.23	25.877	-0.118	0.027	0.193
Si	21.747	-7.037	26.171	0.083	0.139	-0.008
Si	22.185	7.605	23.618	-0.044	-0.002	-0.079
Si	17.33	-3.066	24.647	0.113	0.059	-0.034
Si	25.807	1.709	-2.672	-0.025	0.027	0.008
Si	28.237	-7.884	-6.137	-0.092	-0.059	0.073
Si	27.939	3.578	-6.119	0.038	0.037	-0.103
Si	25.051	4.004	-6.936	-0.038	0.082	-0.123
Si	28.872	-1.433	24.823	0.05	0.051	-0.192
Si	31.596	-0.979	25.739	0.128	-0.107	-0.105
Si	29.403	4.297	24.537	0.013	-0.019	-0.172
Si	26.788	-1.04	-6.682	0.035	0.022	-0.149
Si	-29.215	-1.097	-6.942	0.066	0.013	-0.014
Si	-31.001	-2.122	24.302	-0.022	0.001	-0.053
Si	21.929	0.579	-4.305	0.022	0.071	-0.017
Si	27.549	-3.629	23.498	-0.03	0.026	-0.107
Si	-23.016	-4.082	24.531	-0.062	-0.112	-0.128
Si	-23.866	7.081	24.535	-0.077	0.003	-0.181
Si	-31.97	-0.232	-2.672	-0.052	0.102	0.045
Si	-26.143	-7.229	24.326	0.059	0.006	-0.087
Si	-32.585	-8.137	26.195	0.064	-0.045	0.064
Si	-26.539	-0.847	-5.259	-0.026	0.075	-0.113
Si	-20.376	3.542	25.555	-0.009	-0.009	0.057
Si	-18.941	3.993	-2.885	0.109	-0.051	0.036
Si	-26.126	6.906	-4.426	-0.001	-0.065	0.121
Si	-19.946	-8.069	24.363	0.075	0.047	-0.136
Si	-25.461	-4.828	26.015	0.027	0.055	-0.073
Si	-18.217	-3.505	-5.51	0.037	-0.013	0.071
Si	-22.712	3.187	-6.072	0.004	-0.152	0.054
Si	-15.265	-0.32	24.663	0.101	-0.015	-0.121
Si	-21.361	1.049	-4.315	0.026	0	0.015
Si	-13.641	5.58	23.85	0.035	0.036	0.094
Si	-16.077	-2.91	26.001	0.004	-0.123	-0.059
Si	-15.717	7.97	-2.426	-0.165	0.12	0.201
Si	-17.313	3.628	-6.957	-0.036	-0.028	-0.041
Si	-12.345	3.349	-6.954	0.019	0.113	-0.053
Si	-17.359	-7.146	25.663	-0.109	-0.113	0.036
Si	-13.964	4.911	-4.926	0.04	-0.023	0.01
Si	-19.542	5.47	23.339	0.19	0.048	0.043
Si	-10.068	-0.628	24.735	-0.004	-0.124	-0.104
Si	-7.368	-0.017	24.211	-0.046	-0.026	0.055
Si	-8.371	4.715	23.914	0.007	0.022	-0.043
Si	-3.278	-6.01	24.502	0.026	-0.038	0.015
Si	-7.054	-3.166	24.469	-0.048	0.064	-0.149
Si	-10.291	-7.557	25.973	0.15	-0.086	-0.037
Si	-4.139	-7.882	-2.928	-0.074	0.019	0.137
Si	-1.676	-3.502	24.424	0.007	-0.056	0.03
Si	-5.332	7.189	24.655	-0.021	-0.032	-0.096
Si	-3.332	-0.903	-6.563	-0.069	-0.058	-0.091
Si	4.052	3.486	23.445	-0.057	0.098	-0.294
Si	-7.076	-7.972	-6.626	-0.074	-0.044	-0.03
Si	1.498	-1.67	24.661	0.073	0.105	-0.048
Si	-2.459	-0.451	23.858	-0.016	0.023	-0.207
Si	1.718	3.3	-4.661	-0.014	-0.11	0.054
Si	4.176	-4.514	24.72	-0.053	0	-0.08
Si	12.11	6.156	-4.446	-0.023	-0.024	0.096
Si	-2.158	6.599	-4.107	0.034	-0.074	0.008
Si	4.114	-1.725	26.044	-0.006	-0.017	-0.017
Si	7.138	7.961	-4.294	0.031	-0.065	0
Si	14.621	-2.816	24.534	-0.168	0.067	-0.025
Si	10.057	-7.775	-4.409	0.032	-0.006	-0.11
Si	5.797	1.031	-4.297	0.082	0.042	0.101
Si	1.37	-7.705	-2.782	0.005	0.119	0.156
Si	8.836	-5.664	-6.525	-0.024	0.003	0.095
Si	21.38	-4.483	24.865	0.022	-0.027	-0.11
Si	19.021	2.958	-1.985	-0.001	0.057	0.085
Si	6.811	3.126	-2.705	-0.052	0.026	0.169
Si	16.902	1.969	-3.717	-0.047	-0.012	-0.047
Si	13.069	-0.44	24.245	0.054	0.081	0.07
Si	13.112	-5.008	-6.627	0.176	0.021	-0.024
Si	21.827	-4.152	-2.834	-0.057	0.107	0.078
Si	18.255	-2.404	-1.98	0.084	0.059	0.033
Si	19.529	-5.42	-4.323	0.012	0.025	0.058
Si	19.826	-3.258	-6.522	-0.034	-0.126	0.011
Si	15.488	-3.351	-2.652	-0.069	-0.07	-0.058
Si	24.698	0.222	24.027	0.08	-0.06	-0.012
Si	17.325	-6.262	24.394	-0.157	-0.034	-0.095
Si	28.01	1.014	-4.692	-0.047	-0.123	0.049
Si	24.894	6.302	23.758	-0.043	0.02	0.046
Si	26.346	-4.008	-5.561	-0.036	-0.005	-0.039
Si	20.637	1.838	26.049	0.008	-0.107	0.007
Si	23.08	2.757	24.631	0.032	0.127	-0.178
Si	31.212	6.995	-3.104	0.144	0.03	0.157
Si	-29.158	2.103	24.653	0.122	-0.084	-0.125
Si	23.242	2.937	-2.871	0.119	0.016	0.123
Si	32.47	-5.663	-2.019	0.066	0.061	-0.023
Si	31.889	5.959	24.279	-0.092	-0.022	-0.125
Si	30.518	0.155	-2.955	-0.138	0.084	0.033
Si	32.025	-4.499	-4.918	-0.076	0.077	0.169
Si	-27.875	4.375	26.19	-0.054	0.003	-0.096
Si	-30.379	2.413	-2.361	-0.084	0.122	0.132
Si	-29.99	-6.931	25.83	0.047	-0.089	-0.082
Si	28.938	6.042	-4.527	-0.127	0.134	0.081
Si	-31.722	-1.894	-5.175	-0.012	0.041	-0.045
Si	-24.309	0.023	23.545	0.006	-0.033	-0.071
Si	-19.987	6.6	-4.181	0.075	0.164	0.078
Si	-27.729	-5.347	-2.559	0.07	-0.02	0.032
Si	-25.767	-3.839	-4.599	0.081	-0.079	0.017
Si	-31.669	3.68	25.362	0.013	0.03	0.033
Si	-23.113	-3.334	-3.048	-0.085	0.043	0.022
Si	-21.616	-1.554	24.298	-0.011	0.055	-0.066
Si	-17.239	2.111	-4.422	0.018	-0.038	0.124
Si	-21.528	7.433	-6.565	-0.005	0.009	-0.032
Si	-24.148	0.557	-6.871	0.004	-0.034	0.026
Si	-21.252	0.62	26.202	-0.086	0.067	-0.036
Si	-15.735	-3.214	-4.335	-0.038	-0.038	0.049
Si	-5.724	-4.119	-2.636	-0.037	0.019	-0.063
Si	-9.771	5.189	-6.767	-0.037	0.013	-0.086
Si	-15.987	3.935	-2.781	0.062	-0.144	0.117
Si	-10.79	-7.762	-4.302	0.148	-0.099	0.026
Si	-12.893	6.833	-3.086	0.049	0.004	0.12
Si	-10.063	-5.544	-2.272	0.021	0.051	0.059
Si	-12.524	0.664	25.997	-0.023	-0.044	0.064
Si	-9.637	-3.362	-4.382	0.066	-0.037	0.069
Si	-16.113	-4.923	23.891	0.119	-0.093	-0.242
Si	-9.775	-3.438	25.922	-0.034	0.108	-0.021
Si	-2.54	-4.269	-2.789	0.05	0.114	0.144
Si	-10.951	-5.573	23.951	0.003	0.066	-0.199
Si	-0.907	-6.374	-3.824	0.099	0.028	-0.093
Si	-1.473	-1.973	-4.342	0.024	-0.082	-0.036
Si	-6.138	6.019	-2.588	0.066	0.031	0.023
Si	-5.46	-5.908	-4.905	-0.081	-0.058	-0.055
Si	1.907	-6.522	24.607	0.106	0.003	-0.058
Si	7.834	-0.825	-3.082	-0.055	0.126	0.191
Si	1.299	-0.106	-2.546	0.048	0.011	-0.043
Si	6.15	3.775	-5.33	-0.083	-0.093	-0.01
Si	2.403	2.575	-1.828	0.018	0.112	0.05
Si	4.347	-5.027	-2.964	0.013	-0.015	0.093
Si	1.061	6.365	-4.433	-0.125	-0.018	-0.027
Si	1.702	-5.307	-4.353	-0.043	-0.052	0.064
Si	9.067	-3.001	24.736	0.066	0.127	-0.091
Si	9.434	1.709	-2.735	-0.029	-0.023	0.051
Si	-2.12	-7.958	-6.282	-0.005	0.151	-0.016
Si	8.974	-3.625	-2.887	0.043	-0.002	0.232
Si	11.925	-3.805	-4.028	0.034	0.016	0.01
Si	5.276	-7.819	-2.12	0.05	0	0.125
Si	14.083	1.508	-2.644	0.052	0.061	0.078
Si	21.234	4.868	-2.815	0.003	0.079	0.215
Si	11.915	3.454	-3.109	-0.072	0.151	0.172
Si	12.34	-6.507	-2.737	-0.017	0.008	0.08
Si	16.259	1.287	24.907	-0.001	-0.031	-0.021
Si	14.824	8.104	24.568	0.188	0.041	-0.14
Si	16.845	4.617	-4.874	0.04	0.077	-0.058
Si	17.954	2.437	-6.408	-0.04	-0.1	0.039
Si	14.098	7.527	-2.797	0.006	-0.014	0.164
Si	20.334	-1.764	-4.081	0.063	-0.059	0.055
Si	17.321	-6.518	-2.615	0.049	-0.061	-0.036
Si	13.731	-1.241	-3.577	-0.123	-0.004	0.018
Si	24.87	-3.748	-2.948	-0.058	-0.044	0.124
Si	21.644	7.375	-4.549	-0.078	-0.109	0.024
Si	14.384	5.629	-6.519	-0.073	0.018	-0.036
Si	24.508	6.49	-5.507	0.057	-0.003	-0.042
Si	12.183	4.712	24.853	0.016	0.022	-0.047
Si	29.799	-6.833	-2.58	-0.035	-0.003	0.094
Si	24.09	-0.882	-2.87	-0.184	0.121	0.194
Si	-30.106	3.864	-5.066	-0.075	0.049	-0.072
Si	24.798	7.762	-1.699	-0.125	0.095	-0.002
Si	26.67	7.634	-3.838	-0.014	0.019	0.073
Si	29.414	-2.417	-2.127	0.036	-0.057	0.089
Si	25.644	-7.639	25.322	0.006	-0.081	0.109
Si	21.93	-8.062	-1.989	0.043	0.169	0.189
Si	-24.952	5.046	-6.521	0.088	-0.008	-0.026
Si	29.042	-4.315	-4.324	0.016	0.053	-0.028
Si	-28.396	7.086	24.611	-0.032	-0.005	-0.157
Si	29.935	-5.588	23.488	0.021	0.092	-0.173
Si	-31.19	6.668	-4.372	-0.101	0.105	-0.002
Si	-26.507	-0.158	-2.429	-0.091	-0.092	0.054
Si	-17.782	-7.795	-4.544	-0.048	0.026	0.034
Si	-26.82	5.561	-1.965	-0.075	-0.068	0.03
Si	-24.619	7.546	-2.001	0.045	0.007	-0.081
Si	30.877	-6.67	-6.76	-0.166	0.036	0.001
Si	-30.146	-4.991	23.601	-0.121	0.046	-0.175
Si	-23.489	-0.192	-2.654	0.023	-0.03	0.08
Si	-15.677	6.62	25.94	0.008	-0.172	-0.041
Si	-28.782	-7.659	-4.47	-0.019	-0.026	0.087
Si	-22.724	-6.288	-6.511	0.144	-0.09	-0.1
Si	-20.174	-6.981	-3.008	0.106	-0.088	0.085
Si	-19.395	0.104	-2.148	0.061	0.006	0.079
Si	-13.762	-2.531	-2.385	0.124	-0.045	0.047
Si	-16.671	2.346	23.765	0.052	0.007	-0.014
Si	-10.463	0.154	-2.036	0.007	-0.072	0.106
Si	-21.075	-4.584	-4.717	0.145	0.079	0.113
Si	-17.56	-0.931	-4.373	0.062	-0.066	0.017
Si	-8.449	6.535	-4.465	-0.013	0.128	-0.069
Si	-6.881	-1.906	-4.325	0.107	-0.048	-0.103
Si	-5.703	1.661	26.162	-0.043	-0.005	-0.082
Si	-8.097	2.26	-2.076	0.009	0.096	0.074
Si	-5.489	4.2	24.612	0.009	0.055	-0.075
Si	-11.824	-1.193	-4.335	-0.006	0.018	0.021
Si	-5.052	-3.389	-6.458	-0.129	0.085	0.183
Si	-0.595	1.357	-4.699	0.001	0.002	0.118
Si	-3.505	1.591	-3.54	0.027	-0.056	-0.116
Si	-6.515	1.264	-4.428	-0.094	-0.041	0.148
Si	-3.751	4.441	-2.627	-0.038	0.098	0.103
Si	-2.173	7.809	24.425	0.007	-0.075	-0.083
Si	-2.33	-0.526	-1.823	0.004	0.067	0.21
Si	1.444	-1.34	5.495	0.006	-0.001	-0.006
Si	4.111	1.395	5.495	0.018	0.018	0.004
Si	1.425	4.082	5.577	0.003	0.006	0.003
Si	4.1	6.863	5.606	-0.014	-0.007	0
Si	1.413	9.552	5.516	-0.007	0.005	0.01
Si	4.099	-4.023	5.493	-0.01	-0.004	0.01
Si	6.753	-1.323	5.542	0.003	0.002	-0.006
Si	9.501	1.423	5.636	0.013	-0.001	0.012
Si	6.771	4.118	5.588	0.001	0.01	0.018
Si	9.532	6.874	5.574	-0.004	-0.016	0.018
Si	6.782	-6.701	5.54	-0.016	0.013	-0.002
Si	9.453	-3.984	5.577	0.001	0.009	0.021
Si	12.182	-1.225	5.554	0.001	0.013	0.011
Si	14.91	1.485	5.565	-0.007	0.004	0.016
Si	12.187	4.221	5.599	-0.015	0.003	-0.001
Si	14.908	6.945	5.54	0.012	0.013	-0.006
Si	12.183	-6.716	5.581	-0.015	-0.015	0.005
Si	14.92	-3.978	5.533	-0.002	-0.004	0.001
Si	17.626	-1.247	5.523	0.003	0.022	-0.002
Si	20.308	1.473	5.482	-0.014	-0.021	-0.002
Si	17.559	4.211	5.516	-0.013	0.007	0.008
Si	20.333	6.911	5.486	-0.03	0.001	-0.009
Si	17.596	-6.656	5.486	-0.007	0.011	0.011
Si	20.295	-3.966	5.472	-0.006	-0.002	-0.004
Si	22.999	-1.279	5.454	0.027	0.026	0.008
Si	25.747	1.356	5.489	0.008	-0.007	0.024
Si	22.988	4.144	5.535	-0.014	0.001	0.011
Si	25.777	6.863	5.44	-0.007	-0.022	0.006
Si	23.056	-6.74	5.414	-0.005	-0.021	-0.016
Si	25.77	-4.067	5.346	0.035	-0.003	-0.014
Si	28.475	-1.409	5.401	-0.006	0.01	0.006
Si	31.287	1.363	5.357	0.016	-0.003	0.008
Si	28.471	4.115	5.374	-0.021	-0.027	0.023
Si	31.255	6.769	5.302	-0.022	-0.027	0.011
Si	28.514	-6.768	5.355	-0.01	-0.021	0.005
Si	31.232	-4.099	5.281	0.012	-0.011	-0.006
Si	33.966	-1.393	5.221	0.013	-0.009	0.01
Si	36.66	1.312	5.19	-0.021	0	-0.002
Si	34.01	4.029	5.26	0.011	0	0.001
Si	-28.541	6.763	5.16	0	-0.02	-0.001
Si	33.986	-6.862	5.208	0.004	-0.007	-0.008
Si	-28.586	12.202	5.183	-0.004	0.007	-0.009
Si	-25.829	-1.441	5.209	0.027	-0.003	0.008
Si	-23.094	1.286	5.239	0.004	0.006	0.01
Si	-25.832	4.02	5.156	0.008	0.022	-0.004
Si	-23.078	6.713	5.16	0.007	0.019	0.001
Si	-25.832	9.436	5.168	0.019	-0.006	0.007
Si	-23.152	12.161	5.204	0.006	0.022	0.011
Si	-20.39	-1.425	5.283	-0.011	0.009	0.015
Si	-17.64	1.344	5.331	-0.019	0.014	0.01
Si	-20.328	4.002	5.231	-0.002	-0.013	0.008
Si	-17.585	6.702	5.274	0.008	-0.014	0.007
Si	-20.39	9.424	5.265	0.018	0.001	0.016
Si	-17.614	12.15	5.359	0.002	0.007	0.022
Si	-14.844	-1.434	5.394	-0.015	-0.006	0.015
Si	-12.169	1.305	5.347	-0.015	-0.016	0.002
Si	-14.878	4.055	5.289	0.007	0.005	0.002
Si	-12.181	6.778	5.334	-0.005	-0.002	0.016
Si	-14.847	9.442	5.295	0.011	-0.015	0.001
Si	-12.153	12.142	5.368	0.012	-0.002	0.006
Si	-9.465	-1.421	5.418	0.005	0.018	-0.011
Si	-6.781	1.315	5.536	0.019	0.016	0.017
Si	-9.46	4.045	5.403	0.012	-0.007	-0.001
Si	-6.773	6.776	5.494	0.001	0.012	0.015
Si	-9.466	9.471	5.353	-0.002	-0.001	-0.004
Si	-6.73	12.19	5.442	0.003	-0.001	0.009
Si	-4.011	-1.42	5.473	0.011	-0.01	-0.007
Si	-1.284	1.299	5.569	0.015	-0.006	0.002
Si	-4.025	4.082	5.606	-0.003	-0.003	0.028
Si	-1.272	6.8	5.546	-0.021	-0.015	0.018
Si	-3.995	-6.806	5.539	-0.009	0.001	0.013
Si	-1.29	-4.089	5.527	-0.005	-0.006	0.001
Si	2.761	0.036	6.879	0.005	-0.006	-0.017
Si	5.436	2.735	6.924	0.009	-0.006	-0.003
Si	2.751	5.466	6.938	0	0.004	-0.002
Si	5.458	-8.078	6.929	-0.002	-0.004	-0.004
Si	2.753	-5.393	6.875	-0.006	0.007	-0.002
Si	5.421	-2.678	6.914	-0.006	0.006	-0.012
Si	8.129	0.027	6.928	0.004	-0.007	-0.004
Si	10.862	2.815	6.956	-0.002	-0.005	-0.006
Si	8.147	5.509	6.916	-0.013	0.001	-0.011
Si	10.867	-8.092	6.956	0.014	-0.002	-0.001
Si	8.132	-5.367	6.936	0.013	-0.003	-0.009
Si	10.841	-2.618	6.91	-0.006	-0.005	-0.003
Si	13.554	0.113	6.92	0.006	0.007	-0.01
Si	16.273	2.829	6.92	0.012	-0.014	-0.001
Si	13.568	5.574	6.929	-0.001	-0.003	-0.01
Si	16.276	-8.03	6.887	0.015	-0.007	-0.002
Si	13.573	-5.349	6.905	0.005	-0.013	-0.004
Si	16.274	-2.616	6.891	0.012	0	-0.006
Si	18.991	0.099	6.873	0.01	0.006	0.01
Si	21.655	2.786	6.889	0.014	0.002	0.007
Si	18.963	5.551	6.853	0.002	-0.005	-0.006
Si	21.707	-8.068	6.827	0.005	0.01	0.007
Si	18.972	-5.336	6.858	0.004	-0.006	-0.007
Si	21.67	-2.635	6.834	-0.016	0.013	0.004
Si	24.377	0.029	6.838	0.007	0.004	0.004
Si	27.147	2.745	6.761	0.003	-0.01	0.003
Si	24.413	5.507	6.81	0.002	-0.007	-0.002
Si	27.164	-8.109	6.753	0.002	0.014	0.007
Si	24.432	-5.398	6.761	-0.003	0.004	0
Si	27.125	-2.748	6.756	0.005	0.002	0.01
Si	29.883	-0.007	6.678	-0.007	0.008	-0.01
Si	32.65	2.72	6.675	-0.001	0.011	-0.001
Si	29.87	5.461	6.694	0.004	0.024	-0.014
Si	32.635	-8.183	6.621	0.008	-0.008	0.005
Si	29.883	-5.421	6.691	-0.015	0.025	-0.008
Si	32.61	-2.733	6.61	0	0.002	0.003
Si	35.335	-0.041	6.584	-0.003	-0.001	-0.006
Si	-27.214	2.675	6.525	0	0	-0.008
Si	-29.894	5.415	6.563	-0.014	0.009	0.002
Si	-27.19	8.103	6.546	-0.002	0.011	-0.006
Si	-29.942	10.846	6.554	0.001	-0.003	0.006
Si	-27.202	-2.791	6.559	0.012	0.004	0.003
Si	-24.476	-0.068	6.574	-0.012	0.001	-0.001
Si	-21.714	2.651	6.584	-0.01	-0.001	0
Si	-24.459	5.372	6.528	0.001	-0.015	-0.001
Si	-21.756	8.063	6.59	0	0.002	0.001
Si	-24.494	10.799	6.561	-0.008	-0.005	0.004
Si	-21.77	-2.804	6.589	-0.01	-0.006	-0.006
Si	-19.016	-0.054	6.64	0.003	0.004	-0.002
Si	-16.256	2.702	6.666	-0.008	-0.003	-0.012
Si	-18.971	5.351	6.618	0.001	0.001	-0.005
Si	-16.244	8.085	6.64	-0.006	0.006	0
Si	-19.008	10.771	6.645	-0.002	-0.005	-0.005
Si	-16.266	-2.781	6.704	0.001	-0.001	-0.004
Si	-13.51	-0.051	6.738	0.002	-0.014	0.004
Si	-10.833	2.67	6.739	-0.003	0.012	-0.009
Si	-13.55	5.412	6.688	-0.004	0.006	0.001
Si	-10.82	8.112	6.728	0.001	-0.012	-0.013
Si	-13.537	10.799	6.711	-0.004	0.004	-0.001
Si	-10.826	-2.796	6.754	-0.002	-0.003	0.001
Si	-8.149	-0.062	6.837	-0.007	0.001	-0.005
Si	-5.409	2.681	6.887	-0.003	0.004	0.002
Si	-8.133	5.394	6.815	-0.004	-0.003	0.001
Si	-5.4	8.144	6.846	0.007	-0.001	-0.003
Si	-8.125	10.829	6.766	0.001	0.009	-0.004
Si	-5.397	-2.76	6.83	-0.01	0.005	-0.013
Si	-2.675	-0.063	6.879	0	-0.001	0.003
Si	0.041	2.718	6.911	-0.009	0.001	-0.01
Si	-2.662	5.466	6.915	-0.007	0	-0.001
Si	0.061	8.185	6.895	0.011	-0.013	-0.016
Si	-2.657	-5.439	6.895	0.007	-0.008	-0.004
Si	0.057	-2.694	6.862	-0.003	0	-0.003
Si	1.4	1.372	8.267	0.008	0.001	-0.006
Si	4.102	4.11	8.291	0.01	0.01	-0.005
Si	1.38	6.819	8.279	-0.009	-0.01	0.002
Si	4.083	-6.741	8.278	-0.006	-0.003	-0.005
Si	1.388	-4.051	8.246	0.004	-0.004	-0.007
Si	4.084	-1.316	8.278	0.006	0.001	0.009
Si	6.792	1.394	8.293	-0.022	-0.008	0.001
Si	9.493	4.159	8.303	0.002	-0.001	-0.004
Si	6.81	6.874	8.285	0.014	0.014	0.002
Si	9.502	-6.723	8.294	-0.015	-0.006	0.001
Si	6.784	-4.017	8.296	-0.002	-0.007	-0.005
Si	9.501	-1.294	8.304	0	0.003	-0.001
Si	12.223	1.457	8.308	0.005	0.002	0.005
Si	14.921	4.188	8.279	-0.002	0.002	-0.004
Si	12.224	6.892	8.323	-0.003	0.011	0.007
Si	14.922	-6.704	8.277	-0.003	-0.008	-0.003
Si	12.213	-3.987	8.262	0.003	0.009	-0.009
Si	14.92	-1.266	8.264	-0.009	0.001	-0.002
Si	17.638	1.448	8.253	-0.005	0.006	0.001
Si	20.306	4.166	8.225	-0.009	-0.019	-0.007
Si	17.632	6.907	8.238	0.008	0.011	-0.001
Si	20.344	-6.718	8.196	-0.004	-0.007	0
Si	17.632	-3.987	8.246	0.01	-0.001	-0.008
Si	20.346	-1.276	8.223	0.005	0.007	0
Si	23.046	1.409	8.202	-0.005	-0.019	0.003
Si	25.786	4.112	8.123	-0.002	-0.001	-0.003
Si	23.062	6.869	8.176	0.003	0.006	-0.008
Si	25.796	-6.759	8.118	0.02	0.004	-0.003
Si	23.065	-4.033	8.135	-0.007	-0.014	-0.015
Si	25.779	-1.361	8.122	-0.018	-0.004	-0.013
Si	28.536	1.362	8.059	0	0.015	-0.001
Si	31.256	4.082	8.008	-0.005	-0.014	-0.009
Si	28.529	6.824	8.074	0	-0.017	-0.002
Si	31.271	-6.81	7.992	0.001	-0.011	-0.014
Si	28.521	-4.089	8.081	-0.002	-0.014	0.006
Si	31.257	-1.38	7.999	0	-0.016	-0.006
Si	34.002	1.322	7.977	-0.006	0.007	0.001
Si	-28.541	4.045	7.915	0.006	0.01	-0.006
Si	34.011	6.768	7.944	0.004	-0.002	-0.007
Si	-28.559	9.484	7.897	0.01	0.001	-0.006
Si	33.991	-4.106	7.936	-0.005	-0.004	-0.008
Si	-28.554	-1.403	7.914	-0.001	0.006	-0.008
Si	-25.845	1.317	7.899	0.006	-0.012	-0.007
Si	-23.097	4.023	7.913	0.005	0.002	-0.002
Si	-25.813	6.746	7.894	0.007	0.002	-0.007
Si	-23.109	9.456	7.924	-0.002	-0.001	-0.007
Si	-25.844	-4.148	7.92	-0.003	-0.006	-0.001
Si	-23.114	-1.425	7.941	-0.012	0.007	-0.005
Si	-20.376	1.307	7.983	0.003	0.001	0.001
Si	-17.631	4.03	8.029	0.002	0.002	0.003
Si	-20.361	6.724	7.948	0.008	-0.001	-0.009
Si	-17.632	9.431	8	-0.006	0.001	0.003
Si	-20.381	-4.148	7.955	0.009	0.013	-0.009
Si	-17.649	-1.405	8.014	0.01	0.011	0.001
Si	-14.913	1.322	8.044	0	0.003	-0.004
Si	-12.205	4.044	8.074	0.003	-0.004	-0.005
Si	-14.915	6.751	8.054	-0.005	-0.006	0
Si	-12.185	9.463	8.095	0.005	0.013	-0.002
Si	-14.913	-4.153	8.057	-0.015	-0.002	0
Si	-12.184	-1.423	8.11	-0.001	0.014	-0.003
Si	-9.509	1.323	8.157	-0.002	-0.01	-0.003
Si	-6.781	4.055	8.206	0.007	-0.003	-0.003
Si	-9.5	6.761	8.143	0.001	-0.002	0.006
Si	-6.782	9.496	8.178	-0.007	-0.016	-0.006
Si	-9.472	-4.13	8.139	0.004	0.014	-0.001
Si	-6.768	-1.404	8.189	0.003	0.008	0.006
Si	-4.045	1.316	8.226	-0.01	-0.006	0.003
Si	-1.329	4.077	8.261	-0.009	-0.006	0.004
Si	-4.053	6.81	8.24	0.011	0.003	0.006
Si	-1.317	-6.797	8.257	-0.013	0.006	0.006
Si	-4.052	-4.095	8.228	0.013	0.004	-0.004
Si	-1.318	-1.382	8.255	-0.001	0.008	-0.003
Si	0.02	0.008	9.61	-0.009	-0.002	-0.005
Si	2.733	2.748	9.64	0.005	0.001	-0.005
Si	0.009	5.455	9.625	-0.002	0.004	-0.006
Si	2.731	-8.127	9.628	-0.005	-0.002	-0.005
Si	0.025	-5.418	9.608	0.005	-0.005	-0.01
Si	2.723	-2.686	9.626	-0.008	0.007	-0.009
Si	5.442	0.038	9.652	0.016	0.005	-0.005
Si	8.148	2.773	9.649	-0.002	-0.008	-0.008
Si	5.453	5.492	9.636	-0.002	-0.018	-0.003
Si	8.16	-8.093	9.658	0.003	-0.009	-0.001
Si	5.436	-5.389	9.65	-0.002	0.005	-0.006
Si	8.158	-2.668	9.659	0.003	0.003	-0.003
Si	10.871	0.073	9.653	-0.01	0.005	-0.005
Si	13.591	2.811	9.656	-0.006	-0.001	-0.001
Si	10.867	5.511	9.662	0.006	0.003	-0.005
Si	13.589	-8.066	9.664	0.006	-0.007	0.005
Si	10.875	-5.358	9.641	0.003	-0.01	-0.011
Si	13.578	-2.638	9.634	0.003	0	-0.006
Si	16.293	0.083	9.623	0.012	0.006	0
Si	18.994	2.797	9.619	-0.001	0.002	0.006
Si	16.295	5.539	9.627	0.006	-0.003	-0.004
Si	19.009	-8.077	9.589	0.001	-0.005	0.007
Si	16.294	-5.353	9.627	-0.003	-0.003	-0.004
Si	19.004	-2.639	9.595	0.006	0.006	0.006
Si	21.717	0.055	9.584	0.004	0.003	0.009
Si	24.44	2.766	9.513	0.004	0.005	0.002
Si	21.708	5.509	9.553	-0.003	0	-0.003
Si	24.446	-8.106	9.507	-0.002	-0.001	0.003
Si	21.724	-5.374	9.538	-0.004	-0.001	0.002
Si	24.432	-2.697	9.506	0.015	0.011	0.001
Si	27.169	0.015	9.43	0.012	-0.001	0
Si	29.909	2.725	9.387	0.004	0	0.001
Si	27.172	5.468	9.447	-0.003	0.006	0.003
Si	29.911	-8.138	9.392	-0.003	0.007	0.003
Si	27.169	-5.421	9.467	0.001	-0.002	0.012
Si	29.9	-2.713	9.387	-0.009	0.007	0.003
Si	32.628	-0.017	9.337	0.001	0.009	-0.001
Si	-29.905	2.696	9.29	-0.002	-0.014	0.004
Si	32.634	5.444	9.329	-0.007	0.002	-0.005
Si	-29.91	8.143	9.281	-0.005	0.002	-0.004
Si	32.638	-5.442	9.327	-0.005	0.012	0.004
Si	-29.919	-2.746	9.285	0.003	-0.003	0.002
Si	-27.192	-0.042	9.27	-0.002	0.01	-0.002
Si	-24.469	2.665	9.265	-0.012	0.004	-0.002
Si	-27.174	5.404	9.264	0.01	-0.005	0.005
Si	-24.468	8.103	9.276	-0.006	0.007	0.006
Si	-27.208	-5.487	9.277	0.001	-0.004	0.006
Si	-24.478	-2.785	9.281	0.005	0.003	0.002
Si	-21.748	-0.067	9.309	-0.001	-0.004	-0.006
Si	-19.01	2.659	9.354	0.005	-0.011	-0.002
Si	-21.736	5.372	9.295	0.002	0.002	-0.003
Si	-19.013	8.081	9.339	0.013	-0.012	0.003
Si	-21.745	-5.509	9.298	-0.008	-0.01	-0.005
Si	-19.024	-2.787	9.335	-0.001	0.007	-0.001
Si	-16.292	-0.048	9.383	-0.025	-0.006	0.001
Si	-13.569	2.68	9.43	-0.002	0.009	-0.006
Si	-16.289	5.395	9.402	-0.009	0.003	0.005
Si	-13.566	8.105	9.437	-0.007	-0.007	0.001
Si	-16.295	-5.516	9.385	0.001	0.002	0
Si	-13.574	-2.782	9.438	0.006	0	-0.006
Si	-10.86	-0.055	9.501	-0.004	-0.003	0.002
Si	-8.156	2.685	9.534	-0.002	-0.001	-0.004
Si	-10.869	5.394	9.48	0.001	0	0.001
Si	-8.145	8.122	9.52	0.001	0.002	-0.002
Si	-10.852	-5.489	9.48	0.005	-0.009	0.001
Si	-8.138	-2.768	9.532	0.008	-0.004	0.001
Si	-5.429	-0.033	9.568	0.006	-0.004	-0.001
Si	-2.707	2.705	9.59	0.002	0.004	0.001
Si	-5.425	5.426	9.565	-0.004	-0.002	-0.006
Si	-2.704	-8.149	9.605	-0.006	-0.004	-0.001
Si	-5.43	-5.465	9.562	-0.007	0.01	-0.01
Si	-2.702	-2.735	9.601	0.003	-0.003	-0.002
Si	1.357	-1.344	10.99	0.007	-0.001	0.002
Si	4.088	1.4	11.009	0.007	-0.013	0.004
Si	1.362	4.105	10.991	-0.008	0.002	0.006
Si	4.084	-9.481	10.996	0.003	0.006	0.001
Si	1.36	-6.782	10.98	-0.001	0.001	0.001
Si	4.076	-4.034	10.999	-0.003	0	0.002
Si	6.81	-1.305	11.014	-0.008	-0.003	0.007
Si	9.519	1.427	11.012	0.011	0.002	0.003
Si	6.798	4.137	11.008	0	0.017	0.004
Si	9.517	-9.449	11.022	-0.006	0.008	0.002
Si	6.796	-6.742	11.015	-0.004	0.002	0.002
Si	9.527	-4.015	11.024	-0.002	-0.003	-0.002
Si	12.235	-1.286	11.015	-0.001	0.002	0
Si	14.952	1.438	11.007	0	0.007	-0.003
Si	12.233	4.157	11.021	-0.014	-0.008	0
Si	14.949	-9.434	11.014	-0.004	0.005	0.005
Si	12.23	-6.71	11.02	0.003	0.001	0.002
Si	14.941	-3.999	10.999	0.004	-0.001	0
Si	17.659	-1.286	10.974	-0.008	-0.005	-0.006
Si	20.373	1.42	10.952	0.007	-0.007	0.004
Si	17.644	4.157	10.987	-0.008	-0.001	-0.002
Si	20.366	-9.456	10.941	-0.004	0.003	-0.005
Si	17.66	-6.728	10.972	0.01	-0.009	-0.005
Si	20.381	-4.015	10.925	-0.003	0.005	-0.005
Si	23.099	-1.332	10.894	-0.008	0	-0.002
Si	25.826	1.377	10.817	-0.002	-0.006	-0.003
Si	23.083	4.126	10.881	-0.007	-0.002	-0.007
Si	25.82	-9.494	10.826	0.005	-0.005	-0.002
Si	23.091	-6.75	10.881	0.004	0	-0.005
Si	25.814	-4.06	10.839	0.003	-0.015	-0.002
Si	28.545	-1.356	10.759	0.011	-0.011	-0.001
Si	31.275	1.344	10.709	-0.003	0.002	0.003
Si	28.551	4.083	10.761	-0.003	-0.007	-0.006
Si	31.283	-9.515	10.711	0.004	0.008	-0.003
Si	28.552	-6.793	10.779	-0.006	-0.006	0.003
Si	31.282	-4.081	10.705	-0.003	-0.009	0
Si	34.007	-1.383	10.659	-0.015	-0.003	-0.008
Si	-28.546	1.323	10.63	0.006	0.016	0.001
Si	-31.28	4.056	10.642	-0.006	0.005	-0.011
Si	-28.534	6.78	10.615	0.003	-0.003	-0.004
Si	-31.264	9.508	10.655	0.008	-0.019	-0.006
Si	-28.554	-4.108	10.635	0.004	-0.004	-0.002
Si	-25.827	-1.406	10.628	-0.002	-0.007	-0.002
Si	-23.113	1.306	10.643	0.003	-0.003	-0.003
Si	-25.818	4.041	10.622	0.002	0.008	-0.004
Si	-23.094	6.753	10.638	0.008	-0.004	-0.004
Si	-25.83	9.479	10.62	0.002	-0.001	0
Si	-23.104	-4.133	10.642	-0.009	0.008	-0.007
Si	-20.388	-1.419	10.681	-0.004	0.014	0.001
Si	-17.663	1.304	10.734	0.006	0.008	0.004
Si	-20.383	4.028	10.685	0.007	-0.008	-0.004
Si	-17.665	6.751	10.743	-0.003	-0.006	0.012
Si	-20.382	9.461	10.671	0.008	0.016	-0.006
Si	-17.668	-4.141	10.716	-0.004	-0.001	0.003
Si	-14.952	-1.411	10.768	0	0.012	-0.004
Si	-12.233	1.32	10.827	0.003	-0.011	0
Si	-14.939	4.038	10.778	-0.005	-0.002	0.003
Si	-12.233	6.751	10.832	0.004	-0.002	0.007
Si	-14.944	9.465	10.777	-0.003	0.006	-0.001
Si	-12.227	-4.128	10.825	-0.007	0.01	-0.002
Si	-9.508	-1.405	10.88	0.008	0.012	0.006
Si	-6.804	1.334	10.91	0.003	0.008	0.001
Si	-9.518	4.054	10.876	-0.004	-0.011	0.002
Si	-6.795	6.781	10.911	0.005	-0.003	0.001
Si	-9.514	9.477	10.869	0.007	0.004	0.002
Si	-6.795	-4.114	10.919	0	0.011	0.003
Si	-4.076	-1.375	10.946	-0.001	0.005	0.007
Si	-1.349	1.365	10.963	0.011	-0.005	0.002
Si	-4.08	4.069	10.935	-0.01	-0.005	0.002
Si	-1.367	6.807	10.975	-0.008	-0.003	0.003
Si	-4.083	-6.807	10.956	0.006	0	0.004
Si	-1.355	-4.087	10.974	-0.006	-0.007	0.008
Si	2.711	0.033	12.34	0	-0.001	-0.004
Si	5.444	2.774	12.369	-0.003	0.005	0.003
Si	2.713	5.476	12.349	0	-0.006	-0.004
Si	5.437	-8.118	12.362	-0.002	-0.008	-0.001
Si	2.713	-5.417	12.334	-0.006	-0.006	-0.006
Si	5.442	-2.669	12.352	0.007	0.004	-0.002
Si	8.179	0.054	12.374	-0.001	0.003	0
Si	10.881	2.784	12.373	0.001	-0.003	0
Si	8.158	5.499	12.369	0.007	-0.007	0.003
Si	10.881	-8.088	12.376	-0.002	-0.002	-0.003
Si	8.166	-5.385	12.372	-0.002	-0.007	0.003
Si	10.893	-2.653	12.39	0.002	0.003	-0.001
Si	13.603	0.072	12.375	0	0.001	0.003
Si	16.31	2.792	12.373	0	-0.004	0.005
Si	13.6	5.513	12.377	0	0.003	0.003
Si	16.319	-8.081	12.369	0.004	0.004	0.002
Si	13.598	-5.358	12.383	-0.003	0	-0.005
Si	16.312	-2.643	12.35	0.005	0.003	0.001
Si	19.038	0.055	12.331	-0.006	0.011	0.006
Si	21.758	2.771	12.287	0.006	0.011	0.01
Si	19.023	5.505	12.332	-0.002	-0.009	0.003
Si	21.751	-8.104	12.273	0.001	-0.004	0.008
Si	19.036	-5.369	12.307	0.004	-0.002	-0.003
Si	21.756	-2.678	12.285	0.001	-0.01	0.006
Si	24.486	0.031	12.212	0.011	0	0.007
Si	27.214	2.725	12.149	0.011	0.021	0.003
Si	24.472	5.471	12.209	-0.006	0	0.002
Si	27.198	-8.141	12.161	0.007	0	0.004
Si	24.467	-5.404	12.228	-0.005	-0.003	0.002
Si	27.198	-2.693	12.155	-0.005	0.008	0.001
Si	29.922	-0.004	12.091	-0.015	0.002	0.002
Si	32.651	2.71	12.027	-0.004	-0.007	0.004
Si	29.921	5.454	12.083	0.001	-0.006	-0.001
Si	32.654	-8.145	12.035	0	0.004	0.004
Si	29.924	-5.413	12.091	0.006	0.006	0.003
Si	32.649	-2.715	12.042	0.008	0.005	-0.002
Si	35.375	-0.023	12.001	-0.001	0.002	0.005
Si	-27.187	2.686	11.971	-0.001	-0.014	0.003
Si	-29.908	5.428	11.957	-0.009	-0.006	-0.01
Si	-27.186	8.14	11.985	0.012	0.009	0.014
Si	-29.909	10.872	12.009	-0.008	0.007	0.006
Si	-27.187	-2.753	11.99	-0.002	0.006	0.007
Si	-24.46	-0.065	11.997	-0.009	0.01	0.009
Si	-21.754	2.658	12.016	-0.004	0.003	-0.005
Si	-24.459	5.397	11.985	0.002	0.003	-0.001
Si	-21.749	8.111	12.022	-0.001	-0.002	0.005
Si	-24.476	10.839	11.983	0.001	-0.011	-0.006
Si	-21.748	-2.787	12.024	0.005	-0.003	0.002
Si	-19.038	-0.067	12.066	-0.002	-0.012	-0.001
Si	-16.312	2.665	12.106	-0.008	-0.005	-0.005
Si	-19.041	5.386	12.074	0.001	0	0.008
Si	-16.317	8.111	12.127	0.003	0.005	0.004
Si	-19.037	10.815	12.058	-0.004	-0.006	-0.004
Si	-16.323	-2.785	12.106	-0.005	0.004	0.003
Si	-13.612	-0.051	12.156	-0.002	0.004	0.001
Si	-10.887	2.682	12.213	0.004	0.008	-0.004
Si	-13.609	5.396	12.178	-0.003	-0.011	0.007
Si	-10.883	8.109	12.212	-0.001	0	-0.003
Si	-13.603	10.826	12.162	0.002	0	-0.005
Si	-10.885	-2.775	12.218	-0.001	-0.003	-0.001
Si	-8.17	-0.033	12.258	0.004	-0.007	0.003
Si	-5.459	2.712	12.277	0.004	-0.001	-0.003
Si	-8.165	5.418	12.255	0.01	0.008	-0.001
Si	-5.45	8.135	12.3	-0.005	-0.002	-0.004
Si	-8.169	10.832	12.252	-0.007	-0.005	-0.004
Si	-5.445	-2.746	12.291	0.002	-0.009	0.004
Si	-2.726	0.003	12.304	-0.004	0.005	-0.002
Si	-0.013	2.743	12.336	-0.003	-0.006	0.002
Si	-2.744	5.442	12.314	0.005	0.003	-0.001
Si	-0.015	8.177	12.334	-0.002	0.006	-0.005
Si	-2.724	-5.451	12.327	0.001	0.008	-0.004
Si	-0.012	-2.713	12.337	-0.003	-0.001	0.006
Si	1.354	1.395	13.694	0.012	-0.008	-0.002
Si	4.069	4.13	13.721	-0.003	0.002	0.011
Si	1.335	6.826	13.702	-0.008	0.011	0.003
Si	4.064	-6.763	13.707	-0.006	0.008	0.005
Si	1.338	-4.089	13.691	0.016	-0.006	0.007
Si	4.072	-1.317	13.698	-0.003	0.004	0.002
Si	6.825	1.422	13.717	0.004	-0.01	0.007
Si	9.524	4.146	13.725	0.002	0.008	-0.005
Si	6.798	-9.467	13.731	-0.005	0.007	0.005
Si	9.521	-6.743	13.744	0.001	-0.009	0.01
Si	6.807	-4.013	13.714	-0.015	0.007	0.003
Si	9.545	-1.288	13.756	0.016	-0.008	0.014
Si	12.244	1.432	13.738	-0.015	0.014	-0.001
Si	14.95	4.146	13.748	-0.007	-0.012	0.006
Si	12.242	-9.448	13.736	-0.004	0.005	0.006
Si	14.967	-6.717	13.742	-0.004	-0.003	0.006
Si	12.256	-4.004	13.767	0.01	-0.009	0.01
Si	14.968	-1.291	13.736	0.008	-0.003	0.004
Si	17.692	1.414	13.705	-0.002	-0.008	-0.008
Si	20.398	4.123	13.665	-0.005	0.003	-0.002
Si	17.67	-9.465	13.72	0.007	0.004	0.002
Si	20.406	-6.735	13.65	-0.005	0.001	-0.001
Si	17.685	-4.016	13.687	-0.012	0.009	-0.001
Si	20.416	-1.32	13.671	0.009	-0.01	0.001
Si	23.148	1.387	13.602	0	-0.008	-0.004
Si	25.855	4.079	13.517	0.009	-0.007	-0.002
Si	23.13	-9.49	13.594	-0.001	0.003	0.003
Si	25.849	-6.78	13.542	-0.007	-0.009	-0.006
Si	23.128	-4.05	13.625	-0.005	-0.001	0.001
Si	25.859	-1.339	13.546	0.004	0.003	-0.001
Si	28.578	1.336	13.482	0.014	-0.012	0.009
Si	31.291	4.068	13.39	-0.002	0.009	0.002
Si	28.572	-9.52	13.479	-0.018	0.006	0.012
Si	31.306	-6.774	13.408	-0.002	-0.004	-0.001
Si	28.581	-4.056	13.48	0.006	-0.013	0.004
Si	31.298	-1.361	13.426	0.001	-0.008	0.002
Si	34.019	1.342	13.359	-0.009	0.007	0.008
Si	-28.567	4.057	13.3	-0.008	0.031	-0.009
Si	34.038	-9.53	13.33	0.014	-0.019	-0.007
Si	-28.525	9.524	13.349	-0.007	-0.012	0.004
Si	34.016	-4.078	13.371	-0.004	0	0.001
Si	36.738	-1.39	13.347	0.011	-0.011	0.006
Si	-25.83	1.316	13.315	-0.006	0.017	-0.002
Si	-23.106	4.039	13.353	0.011	-0.009	-0.006
Si	-25.816	6.778	13.322	0.012	-0.018	0.006
Si	-23.119	9.494	13.348	-0.018	0.022	-0.002
Si	-25.82	-4.112	13.344	0.011	-0.004	-0.006
Si	-23.108	-1.43	13.378	0.008	0	0.006
Si	-20.414	1.298	13.401	-0.003	0.015	0.001
Si	-17.683	4.027	13.439	0.011	-0.018	-0.004
Si	-20.404	6.764	13.415	0.004	0.003	0.014
Si	-17.698	9.474	13.461	-0.004	0.016	-0.003
Si	-20.394	-4.137	13.404	-0.001	-0.004	-0.002
Si	-17.696	-1.426	13.449	-0.008	0.013	0.008
Si	-14.979	1.313	13.503	-0.005	0.005	0.001
Si	-12.263	4.037	13.557	0.011	-0.008	0
Si	-14.973	6.768	13.526	-0.014	0.007	0.016
Si	-12.258	9.472	13.545	0	0	-0.003
Si	-14.983	-4.138	13.504	0.007	-0.001	0.005
Si	-12.269	-1.404	13.542	-0.003	0.012	0
Si	-9.533	1.341	13.604	-0.006	0.005	0.009
Si	-6.808	4.079	13.642	0	-0.01	0.006
Si	-9.534	6.77	13.609	-0.001	0.006	0.004
Si	-6.832	9.482	13.645	-0.004	0.01	0.002
Si	-9.546	-4.144	13.602	0.011	0.002	0.004
Si	-6.821	-1.387	13.635	0.007	0.006	0.011
Si	-4.1	1.368	13.644	0.002	0.001	-0.004
Si	-1.395	4.096	13.686	-0.003	0.001	-0.001
Si	-4.1	6.789	13.692	-0.003	-0.006	0.011
Si	-1.387	9.508	13.712	-0.009	-0.008	0.006
Si	-4.093	-4.095	13.673	0.005	0	0.008
Si	-1.386	-1.351	13.681	-0.009	0.006	0.011
Si	-0.031	0.037	15.021	0.004	0.005	-0.004
Si	2.698	2.764	15.07	-0.009	-0.006	-0.001
Si	-0.049	5.467	15.048	-0.009	-0.01	0.004
Si	2.687	8.196	15.059	0.004	-0.004	0.005
Si	-0.024	-5.448	15.067	0.006	0.005	-0.005
Si	2.711	-2.718	15.013	-0.014	-0.002	-0.008
Si	5.435	0.066	15.038	0	-0.001	-0.002
Si	8.19	2.775	15.09	0.009	0.008	0.007
Si	5.43	5.493	15.082	-0.007	0	-0.009
Si	8.163	-8.116	15.102	0.001	-0.003	0.002
Si	5.439	-5.39	15.038	0.008	-0.003	-0.009
Si	8.165	-2.654	15.088	-0.008	-0.014	-0.002
Si	10.916	0.075	15.127	0.012	0.001	0
Si	13.585	2.788	15.119	-0.009	-0.01	-0.001
Si	10.878	5.502	15.089	-0.008	-0.009	0.007
Si	13.611	-8.098	15.094	0.008	0	-0.005
Si	10.884	-5.384	15.104	-0.006	-0.003	-0.002
Si	13.627	-2.639	15.134	0	0.011	0.006
Si	16.352	0.056	15.086	0.005	0.01	0
Si	19.067	2.754	15.061	0.003	-0.006	-0.001
Si	16.32	5.491	15.112	-0.012	0.011	0.012
Si	19.052	-8.08	15.028	-0.009	0.003	0.001
Si	16.326	-5.332	15.092	0.016	-0.013	-0.001
Si	19.069	-2.69	15.046	-0.007	0.005	0.004
Si	21.813	0.036	14.999	0.001	0.01	0.004
Si	24.559	2.715	14.936	0.004	0.01	-0.001
Si	21.79	5.477	14.985	0.009	-0.005	0.009
Si	24.512	-8.139	14.932	0.016	0.01	0.004
Si	21.786	-5.406	15.019	-0.002	0.009	0.004
Si	24.516	-2.678	14.94	0.007	-0.013	-0.002
Si	27.241	-0.006	14.9	0.002	-0.007	0.004
Si	29.966	2.703	14.782	-0.008	0.017	0.01
Si	27.216	5.434	14.856	0.002	-0.004	0.007
Si	29.958	-8.129	14.77	0.016	0.003	0.002
Si	27.23	-5.406	14.853	-0.008	0.012	0.003
Si	29.949	-2.693	14.826	-0.006	0.014	0.005
Si	32.679	0.002	14.749	0.011	0.003	0.006
Si	35.379	2.711	14.69	0.003	0.01	0.013
Si	32.691	5.428	14.685	-0.014	0.006	0.003
Si	35.382	-8.155	14.673	-0.003	-0.003	0.005
Si	32.645	-5.386	14.754	-0.004	0.008	0.003
Si	35.392	-2.741	14.723	-0.014	0.008	0.011
Si	38.107	-0.031	14.685	0.004	0.012	0.001
Si	-24.478	2.667	14.668	-0.002	-0.007	0.009
Si	-27.212	5.423	14.625	0.001	-0.013	0.003
Si	-24.484	8.153	14.698	0.004	-0.012	0.006
Si	-27.171	10.885	14.725	0.004	0.007	0.009
Si	-24.466	-2.791	14.738	0	-0.008	0.01
Si	-21.754	-0.087	14.756	0.002	-0.004	0.011
Si	-19.063	2.664	14.761	0.003	0.004	-0.001
Si	-21.786	5.406	14.744	-0.003	-0.018	0.005
Si	-19.06	8.113	14.814	-0.011	-0.002	0.003
Si	-21.776	10.836	14.739	0.004	-0.002	0.001
Si	-19.047	-2.801	14.804	0.007	-0.011	0.002
Si	-16.355	-0.064	14.825	0	-0.001	0.003
Si	-13.643	2.675	14.897	0	-0.001	0.005
Si	-16.361	5.389	14.837	-0.007	-0.012	0.002
Si	-13.624	8.138	14.912	0.016	0.007	0.001
Si	-16.364	10.826	14.858	-0.009	-0.006	0.002
Si	-13.63	-2.787	14.884	0.004	0.003	-0.002
Si	-10.937	-0.025	14.917	0	-0.001	-0.002
Si	-8.173	2.714	14.981	0.015	0	0.003
Si	-10.916	5.399	14.932	-0.009	-0.008	-0.008
Si	-8.2	8.128	15.016	0.009	-0.007	0.01
Si	-10.911	10.795	14.952	0	-0.008	-0.005
Si	-8.196	-2.775	14.962	-0.002	-0.008	-0.002
Si	-5.454	-0.008	14.983	-0.004	0.008	-0.002
Si	-2.789	2.754	15.033	-0.003	-0.003	0.002
Si	-5.474	5.438	15.055	0.006	0.015	0
Si	-2.744	8.135	15.083	0.003	0.008	0
Si	-5.459	-5.489	15	0.003	-0.008	-0.007
Si	-2.748	-2.718	15.042	0.002	-0.007	0.002
O	1.042	-1.52	23.128	-0.43	-0.446	0.29
O	-3.77	-0.608	22.908	-0.21	0.195	0.107
O	2.727	0.04	22.073	0.075	0.008	0.199
O	6.249	2.145	-5.402	0.287	-0.207	-0.566
O	0.225	2.624	22.401	0.033	-0.266	0.577
O	-2.326	7.731	-0.27	-0.207	-0.199	-0.376
O	4.238	6.941	23.561	-0.416	-0.174	0.293
O	5.563	-7.95	22.013	0.106	0.154	0.265
O	3.632	-4.082	23.251	-0.225	-0.088	0.027
O	0.055	-8.061	22.128	-0.024	-0.202	0.341
O	5.381	-2.608	22.163	0.126	-0.027	0.016
O	6.757	-0.734	23.242	-0.123	0.48	-0.02
O	5.514	-1.004	25.651	-0.008	0.457	0.136
O	7.886	-6.068	25.564	0.411	-0.212	-0.196
O	7.993	0.018	25.375	0.018	0.543	0.199
O	15.056	7.267	25.923	0.742	0.336	0.215
O	7.414	4.453	-6.082	0.285	-0.434	-0.12
O	-3.003	-4.419	24.545	-0.48	0.167	-0.044
O	7.854	5.45	22.415	-0.141	-0.294	0.31
O	9.576	7.153	23.378	-0.095	0.393	0.022
O	7.358	-6.285	23	0.661	0.292	0.012
O	1.724	7.051	-5.749	0.054	0.522	0.02
O	14.354	-1.354	23.84	0.467	0.075	-0.391
O	15.411	1.501	23.546	-0.464	-0.074	0.167
O	12.071	-5.653	25.802	-0.134	-0.154	0.338
O	14.86	7.02	23.351	-0.254	-0.515	0.3
O	10.884	2.709	22.35	0.037	-0.019	0.133
O	13.333	-7.65	24.683	0.007	-0.122	0.133
O	15.418	4.894	-5.549	0.027	-0.102	0.332
O	12.528	4.569	23.279	0.513	0.271	-0.019
O	11.53	-6.552	23.261	-0.237	0.211	-0.082
O	15.961	-2.672	25.418	0.074	0.054	0.771
O	18.525	-2.463	25.541	0.003	0.5	-0.053
O	17.293	-2.42	23.153	-0.658	-0.336	-0.119
O	17.858	3.984	-5.966	0.519	0.432	-0.443
O	21.694	2.701	22.015	0.172	-0.095	0.456
O	16.858	3.156	22.248	-0.147	-0.025	0.112
O	20.689	-4.335	23.404	-0.096	-0.439	0.275
O	20.747	6.985	23.196	-0.36	-0.011	0.513
O	16.425	-8.092	21.823	0.139	-0.067	0.235
O	18.161	-6.653	23.074	0.755	0.299	0.044
O	22.114	-2.628	22.25	-0.125	-0.061	0.107
O	24.044	-1.005	23.171	0.335	-0.26	0.013
O	25.802	0.969	23.108	0.132	0.114	0.371
O	27.38	2.769	22.062	-0.072	0.054	0.137
O	23.444	3.747	23.383	0.252	0.207	0.316
O	-28.689	1.601	23.18	-0.27	-0.133	0.054
O	25.623	5.852	22.394	-0.191	-0.245	0.139
O	29.358	2.976	-0.383	0.316	0.195	-0.238
O	22.566	-7.483	22.651	-0.411	0.264	0.102
O	24.442	-5.632	22.107	-0.069	-0.152	0.775
O	26.025	-4.079	23.284	-0.254	-0.032	0.543
O	32.275	-1.248	-5.933	-0.275	0.321	0.415
O	27.851	-2.808	22.129	-0.081	-0.428	-0.323
O	-32.187	3.151	21.894	-0.077	0.012	0.237
O	30.107	-3.438	-1.096	-0.199	-0.488	-0.187
O	23.97	3.233	25.884	-0.056	-0.531	0.595
O	28.911	4.63	23.029	-0.186	0.379	0.16
O	23.226	-6.692	-6.425	0.255	-0.222	0.344
O	31.538	-8.081	-6.362	-0.426	-0.262	0.358
O	-32.608	-2.769	21.853	0.222	0.251	0.388
O	-32.398	-1.601	24.96	-0.201	-0.148	0.133
O	-23.892	1.238	22.574	-0.251	0.491	0.462
O	-26.858	2.996	21.992	-0.005	-0.119	0.394
O	30.588	5.306	24.972	-0.059	-0.035	0.779
O	-30.171	5.243	21.949	0.252	-0.213	0.432
O	-28.55	6.98	23.007	0.375	0.199	0.053
O	-31.041	-3.731	24.095	-0.624	-0.018	-0.104
O	-28.918	-4.451	22.723	0.337	-0.178	0.23
O	-27.174	-2.69	21.956	0.194	0.176	0.377
O	-21.845	2.801	21.913	0.068	-0.072	0.6
O	-20.207	5.132	21.927	0.173	0.37	-0.065
O	-24.634	-7.812	24.443	0.414	0.651	-0.04
O	-23.259	6.719	23.074	0.434	-0.185	0.04
O	-24.885	5.08	21.959	-0.001	-0.284	0.293
O	-19.641	-4.214	-5.353	0.015	-0.344	-0.194
O	-26.531	-7.083	22.761	-0.273	-0.225	0.293
O	-24.611	-5.554	21.889	0.007	-0.121	0.001
O	-26.341	-5.799	25.066	-0.638	0.342	0.197
O	-20.692	1.951	25.444	0.028	-0.247	-0.306
O	-18.378	-1.884	-5.401	-0.351	0.187	-0.497
O	-15.08	-1.129	23.267	-0.28	-0.309	0.046
O	-16.931	-5.791	24.95	-0.154	0.212	0.382
O	-16.336	-7.927	-3.856	0.458	0.012	-0.461
O	-17.075	-4.071	22.889	-0.181	0.276	0.046
O	-24.826	5.914	25.127	-0.106	-0.371	-0.431
O	-19.11	-5.47	22.033	0.225	0.128	0.474
O	-13.369	0.297	22.056	-0.004	0.114	0.168
O	-16.048	-1.344	25.616	-0.073	0.311	0.457
O	-13.083	4.434	24.833	-0.221	-0.137	-0.284
O	-19.157	-0.046	21.945	-0.197	0.192	0.418
O	-14.044	4.966	22.413	0.538	0.244	-0.241
O	-20.939	6.419	-5.474	-0.031	-0.399	0.03
O	-10.91	-8.112	22.102	-0.069	0.088	0.509
O	-8.692	-7.211	25.793	0.162	0.119	-0.023
O	-9.622	7.501	-3.896	0.117	-0.172	0.531
O	-12.195	-5.035	23.027	-0.474	-0.018	0.424
O	-10.982	-2.922	22.041	-0.279	-0.096	0.246
O	-9.854	-0.991	23.173	0.304	0.005	-0.098
O	-7.522	0.611	22.735	-0.31	-0.069	-0.062
O	-8.704	0.164	25.11	0.049	0.467	0.351
O	-9.537	3.797	23.283	-0.347	-0.203	0.394
O	-6.17	0.787	24.902	0.463	-0.027	-0.238
O	-5.881	7.317	23.12	0.478	0.456	-0.002
O	-16.207	2.362	-3.18	0.27	-0.392	0.29
O	-7.126	-4.095	23.151	-0.12	-0.373	0.113
O	-11.199	-6.937	24.79	-0.58	-0.589	0.088
O	-1.935	-1.951	24.121	0.043	-0.061	0.114
O	-1.439	0.602	23.159	0.408	0.095	0.252
O	-3.738	7.426	24.639	-0.151	0.067	-0.06
O	-7.006	3.864	24.107	-0.089	-0.404	-0.256
O	1.842	-6.34	23.008	0.39	0.183	-0.007
O	8.285	2.718	-3.24	0.111	0.337	-0.312
O	-4.492	-6.326	23.44	-0.583	-0.363	0.1
O	3.888	3.595	25.037	0.199	-0.294	0.255
O	-2.857	7.169	-5.462	-0.753	-0.184	0.05
O	7.053	7.033	-5.61	-0.361	0.104	-0.08
O	12.18	-4.203	-5.577	-0.295	0.358	-0.221
O	2.599	2.726	-3.423	0.39	0.047	-0.224
O	1.66	7.064	-3.092	0.301	-0.392	0.241
O	1.81	-8.096	24.961	-0.213	-0.251	-0.257
O	6.062	7.526	-3.161	-0.015	-0.586	0.085
O	0.159	-5.126	-3.862	-0.217	0.412	-0.006
O	17.042	8.085	-5.416	-0.067	-0.303	-0.585
O	3.771	2.415	-0.977	0.318	0.416	-0.235
O	8.263	-2.314	-3.504	0.081	-0.14	-0.543
O	15.379	7.113	-3.659	-0.228	-0.317	-0.444
O	-24.684	-7.375	-1.215	0.755	0.332	0.105
O	31.033	-6.318	-1.676	-0.196	0.033	0.652
O	16.8	2.685	25.512	-0.147	0.355	-0.094
O	16.896	-5.667	-5.83	0.068	0.36	-0.157
O	12.883	6.492	-3.054	0.029	-0.435	0.59
O	-18.658	2.778	-3.937	-0.437	-0.373	-0.489
O	25.29	-4.799	-6.524	-0.006	-0.001	-0.182
O	16.547	3.542	-3.718	-0.468	0.353	0.601
O	21.728	0.978	-5.853	0.151	0.127	-0.104
O	11.096	-0.124	-0.258	-0.148	0.112	-0.487
O	15.57	1.217	-3.225	0.112	-0.382	-0.11
O	16.216	5.652	-0.379	0.172	-0.169	-0.27
O	9.693	-6.706	-5.6	0.297	0.049	-0.364
O	-9.605	-4.301	-5.703	0.13	-0.508	0.028
O	-6.218	-2.634	-3.043	-0.189	0.293	0.388
O	-16.135	8.152	25.863	0.397	0.233	0.004
O	24.96	-6.226	25.015	0.204	0.006	-0.865
O	5.867	1.8	-2.855	-0.354	-0.369	0.423
O	-7.418	7.338	-5.415	0.538	0.036	-0.17
O	-13.887	0.151	25.33	0.068	-0.085	0.151
O	-14.691	-3.61	-3.175	0.131	-0.438	0.214
O	18.188	1.814	-2.761	0.156	-0.611	0.046
O	18.071	-6.804	25.705	0.495	-0.202	0.075
O	-21.033	-5.926	-3.842	-0.263	-0.183	-0.181
O	29.559	-6.936	22.692	0.334	-0.235	0.176
O	26.335	3.513	-6.125	-0.136	-0.071	0.59
O	8.413	7.902	-0.325	0.213	-0.138	-0.475
O	-3.366	-6.519	26.062	-0.3	0.286	0.334
O	2.544	-0.772	-3.379	0.368	-0.364	0.044
O	-31.615	-6.677	-1.664	0.03	0.094	-0.445
O	-26.152	3.975	-6.509	0.049	-0.408	0.008
O	25.31	5.305	24.935	0.491	-0.246	-0.157
O	-30.021	2.764	-3.888	0.409	-0.407	-0.148
O	-20.424	1.002	-3.007	-0.072	0.473	0.109
O	21.499	-2.671	-3.412	0.516	0.052	0.01
O	32.502	-5.249	-3.564	0.142	0.009	-0.264
O	20.792	7.364	-1.287	-0.325	-0.42	-0.431
O	1.987	-6.879	-4.048	0.65	-0.227	-0.411
O	-16.104	-1.626	-4.166	0.254	0.628	0.369
O	-29.632	0.839	25.537	-0.047	0.184	0.29
O	-30.582	5.183	-4.264	-0.106	-0.035	0.585
O	12.839	1.187	24.277	-0.095	0.297	-0.707
O	25.779	-7.836	-2.772	-0.168	0.5	0.03
O	27.206	-7.441	25.681	0.364	0.175	-0.456
O	18.94	-2.185	-3.407	-0.213	-0.113	-0.337
O	32.427	2.597	25.327	-0.019	-0.213	0.523
O	-3.388	2.896	-2.631	0.13	-0.077	0.281
O	27.818	-2.669	24.748	-0.345	-0.158	0.431
O	-23.441	-1.804	-2.636	-0.211	-0.006	0.043
O	-27.719	-1.081	-6.338	0.268	-0.267	-0.488
O	11.993	-0.891	23.165	-0.121	-0.16	0.015
O	19.21	-3.003	-0.84	0.142	0.146	0.294
O	-28.256	5.597	25.198	-0.141	-0.096	-0.367
O	-20.598	7.777	-3.227	-0.24	-0.275	0.26
O	-23.188	6.884	-1.699	0.198	-0.17	-0.407
O	-8.027	-2.8	-0.366	-0.115	-0.204	-0.402
O	-10.755	-6.435	-3.405	-0.489	0.318	-0.283
O	7.255	-0.965	-1.568	0.207	0.149	-0.097
O	-19.722	3.541	-1.541	-0.129	-0.561	-0.218
O	30.458	-7.948	-3.554	0.154	0.157	-0.675
O	17.683	-8.091	-2.867	0.631	-0.511	0.404
O	-21.528	5.255	-0.64	0.054	-0.041	-0.428
O	14.321	-5.697	-5.767	0.1	-0.45	-0.112
O	-26.668	5.629	-3.569	-0.031	-0.463	-0.475
O	-27.103	7.975	24.964	0.262	0.016	0.724
O	-27.388	7.866	-4.676	0.115	0.15	-0.372
O	-16.756	7.086	-1.533	-0.046	-0.502	-0.408
O	-27.178	-0.191	-3.905	-0.502	0.32	0.041
O	-29.486	-5.774	24.84	0.417	0.103	0.072
O	29.349	-6.72	-6.241	-0.344	0.457	-0.084
O	-17.964	2.005	22.878	-0.653	0.076	0.246
O	13.24	0.131	-2.871	-0.219	0.016	0.398
O	28.043	-0.422	25.769	0.229	0.453	-0.067
O	-9.791	-1.155	-1.363	0.064	-0.337	-0.507
O	-28.636	3.984	-5.717	0.524	0.246	0.292
O	-30.414	3.105	24.53	-0.318	0.004	-0.393
O	-22.736	0.278	-3.989	-0.229	0.149	-0.217
O	-2.78	-5.273	21.847	0.219	-0.123	0.133
O	15.373	-3.94	-4.168	-0.417	0.213	-0.192
O	27.934	-4.423	-5.506	0.302	-0.311	-0.641
O	21.525	2.782	25.078	-0.335	0.331	-0.125
O	-1.39	0.542	-1.021	0.634	-0.17	-0.219
O	10.482	5.822	-0.365	0.098	-0.126	-0.385
O	27.368	5.014	-0.295	0.115	-0.168	-0.259
O	-6.26	-4.539	-1.184	0.359	-0.688	-0.254
O	-26.812	-4.508	-3.575	-0.14	0.258	-0.389
O	-0.235	-7.474	-2.851	-0.656	-0.404	0.17
O	-0.865	-4.011	23.105	0.579	0.107	0.125
O	-10.884	-0.136	-3.554	0.41	0.325	-0.425
O	0.894	-1.211	-1.434	-0.195	-0.16	-0.305
O	-10.284	-1.925	25.671	-0.495	0.094	0.234
O	-6.15	-2.468	-5.673	0	0.275	-0.244
O	-11.061	-5.205	-1.038	0.14	-0.082	0.404
O	11.901	4.021	-1.582	0.032	0.192	-0.059
O	7.742	-4.788	-5.682	-0.132	0.389	-0.485
O	-9.399	1.337	-1.991	-0.29	0.073	-0.193
O	-21.998	-2.932	25.037	0.287	-0.084	0.537
O	31.57	1.438	23.03	0.17	-0.429	0.28
O	0.137	-5.452	-0.433	0.044	0.046	-0.55
O	-10.541	7.162	26.03	-0.462	0.006	-0.297
O	-4.63	-4.685	-5.588	0.633	-0.113	-0.064
O	5.781	-7.45	24.74	-0.223	0.099	-0.01
O	-3.839	-2.408	-6.841	0.083	-0.162	-0.114
O	17.371	-4.661	24.487	-0.061	-0.045	-0.032
O	-24.318	-6.319	-6.319	-0.309	-0.514	0.444
O	-9.698	-5.933	22.954	0.593	0.427	0.214
O	-31.652	6.753	-5.916	0.142	-0.421	-0.209
O	-5.347	7.366	-2.97	-0.015	0.344	-0.006
O	31.507	6.123	22.721	-0.255	-0.119	-0.056
O	-1.443	-1.38	-2.842	0.533	-0.465	-0.069
O	23.298	6.435	23.519	-0.17	-0.417	-0.123
O	-4.115	-4.095	-2.572	-0.003	-0.1	0.045
O	17.977	3.883	-1.18	-0.381	0.07	-0.589
O	-2.109	-6.975	23.85	0.271	0.18	-0.21
O	-21.701	-3.369	-3.852	0.274	0.465	-0.12
O	32.521	-4.441	-0.962	0.652	0.207	0.149
O	18.847	-7.935	-0.13	-0.066	-0.036	-0.123
O	-5.333	-2.649	22.062	0.238	-0.177	0.045
O	-22.591	-5.552	25.096	0.29	-0.401	-0.301
O	-10.921	4.065	-6.689	0.079	-0.116	0.076
O	19.524	1.635	22.965	0.027	0.152	0.134
O	4.187	1.938	22.992	0.424	-0.311	0.397
O	-16.59	-5.117	-0.514	0.04	0.191	-0.522
O	-30.219	-2.654	-0.595	0.145	0.043	-0.249
O	5.441	5.466	-0.266	-0.06	-0.311	-0.532
O	-22.235	-7.649	-5.825	-0.358	0.034	0.652
O	-1.235	-7.013	-5.291	0.189	0.196	-0.073
O	-11.773	0.595	-1.207	-0.355	0.137	-0.104
O	-14.441	7.079	-2.771	-0.091	-0.244	0.015
O	21.496	-7.727	-3.49	-0.052	0.35	-0.291
O	9.181	-3.444	-1.284	-0.367	0.066	-0.126
O	27.987	6.773	-3.404	0.108	-0.303	0.474
O	-4.413	4.238	23.386	0.533	0.422	0.341
O	28.506	-4.888	23.716	-0.212	-0.416	-0.065
O	12.585	-4.952	-3.086	0.499	0.139	0.297
O	23.281	-1.257	-1.504	0.149	-0.444	-0.114
O	6.74	-6.826	-4.604	-0.382	-0.011	-0.356
O	10.895	-6.952	-3.303	-0.195	0.361	-0.112
O	6.392	-7.02	-1.236	-0.077	0.498	-0.237
O	15.281	0.567	25.984	0.002	-0.038	0.434
O	-25.286	0.023	-5.838	0.199	0.006	0.364
O	24.597	-7.65	-0.368	0.303	0.254	0.222
O	-8.581	3.658	-1.391	-0.03	0.431	-0.295
O	-12.613	-3.263	-1.53	0.334	-0.039	-0.348
O	19.995	2.18	-0.992	0.113	-0.085	-0.312
O	27.176	-7.595	-4.935	-0.345	0.542	0.055
O	15.985	-6.27	-3.507	-0.468	-0.321	0.186
O	9.413	0.693	23.262	-0.48	0.044	-0.058
O	17.57	5.88	-4.185	0.547	-0.124	0.242
O	14.673	-4.082	-1.447	0.157	-0.652	-0.29
O	-2.706	5.175	-3.612	0.327	-0.099	-0.064
O	24.72	2.648	-3.432	0.075	0.366	-0.366
O	27.185	1.708	-3.486	0.365	0.194	0.107
O	13.362	2.762	-3.371	0.162	0.172	-0.605
O	1.507	-3.252	24.985	0.01	-0.142	-0.107
O	21.087	7.929	-5.951	-0.591	-0.143	-0.163
O	14.339	-0.898	-5.031	0.612	-0.103	-0.117
O	-13.367	3.652	-5.735	-0.383	-0.653	0.375
O	-31.016	-6.062	22.751	-0.246	-0.113	0.385
O	9.897	-1.591	24.694	0.65	-0.218	0.262
O	28.573	-3.181	-3.266	-0.485	0.11	0.041
O	-5.224	-0.038	-0.217	-0.088	0.023	-0.246
O	-17.373	0.584	-4.884	-0.072	-0.197	-0.539
O	-16.978	5.663	26.172	-0.459	0.173	0.283
O	-15.201	-5.97	23.013	0.537	-0.11	0.299
O	17.77	-0.997	-1.393	0.216	0.182	-0.245
O	5.507	4.119	23.014	0.018	0.171	0.415
O	-28.745	-4.339	-1.808	-0.177	0.048	-0.515
O	20.924	6.129	-3.793	-0.401	-0.143	-0.078
O	-16.147	1.005	24.462	-0.149	-0.011	0.063
O	22.178	1.808	-3.307	-0.491	-0.02	0.167
O	-19.855	4.106	24.136	0.231	-0.395	-0.147
O	23.321	3.018	-1.241	0.24	-0.483	0.14
O	-0.237	5.64	-0.358	-0.157	-0.177	-0.493
O	-6.165	-8.107	25.586	0.182	0.126	-0.069
O	-0.417	0.552	-6.098	-0.285	0.003	-0.361
O	-8.86	5.286	25.333	0.34	0.02	0.452
O	24.814	-2.206	-3.368	0.263	0.171	-0.516
O	25.995	2.258	-1.162	0.202	0.501	-0.13
O	9.168	-3.864	23.36	0.005	-0.441	0.229
O	0.659	-5.764	25.295	-0.461	-0.433	-0.249
O	-11.314	2.341	22.105	0.201	-0.033	0.64
O	4.327	0.543	-4.714	-0.268	0.481	-0.07
O	7.521	-2.558	24.965	-0.331	-0.452	0.319
O	27.429	7.938	21.971	0.009	0.205	0.074
O	19.232	-4.244	-5.39	-0.16	0.034	0.177
O	2.982	-1.135	25.028	0.142	0.418	-0.323
O	25.434	-3.85	-1.447	-0.231	0.306	-0.15
O	31.016	0.443	25.274	-0.18	0.171	0.1
O	-28.285	6.047	-1.488	-0.141	-0.067	-0.109
O	-15.57	2.924	22.741	0.274	-0.366	0.178
O	27.105	-5.493	-0.378	0.105	-0.041	-0.123
O	9.524	-4.023	25.913	0.823	-0.255	0.196
O	-2.697	7.696	-3.036	0.256	0.023	0.348
O	24.183	5.005	-6.025	-0.682	-0.259	0.401
O	29.373	0.413	-4.055	0.302	-0.372	-0.274
O	-3.653	4.872	-1.064	0.185	0.562	-0.088
O	-20.591	-7.65	25.764	0.254	0.35	0.224
O	-22.79	0.515	-1.37	0.645	-0.049	-0.172
O	-10.662	-4.439	25.047	-0.338	0.186	0.301
O	4.177	-3.328	25.825	0.42	-0.159	0.347
O	3.929	-1.898	-5.599	0.205	-0.372	-0.006
O	-29.168	2.503	-1.286	-0.226	0.701	-0.074
O	-20.764	-0.648	25.339	0.7	-0.039	0.179
O	6.198	6.418	25.274	0.023	-0.409	-0.349
O	-2.237	-5.818	-3.131	-0.488	-0.511	0.032
O	-18.03	5.988	22.986	0.473	-0.301	0.161
O	-30.819	0.862	-2.431	0.382	-0.126	0.385
O	0.169	0.462	-3.563	-0.066	0.007	-0.06
O	-28.537	-6.486	-3.382	-0.313	-0.082	-0.274
O	-7.533	2.228	-3.597	0.117	0.179	-0.335
O	17.019	-6.274	-1.06	-0.224	0.35	-0.03
O	-24.938	0.696	24.867	-0.462	0.131	-0.036
O	21.38	-4.287	-1.282	0.646	-0.128	-0.005
O	-25.971	-2.261	-4.773	-0.09	0.126	-0.116
O	-5.27	4.749	-3.097	-0.161	-0.303	-0.543
O	31.814	-5.535	-6.121	0.356	0.003	-0.228
O	-18.889	8.084	-0.481	0.068	-0.213	-0.097
O	-20.53	0.259	-5.47	0.337	-0.035	0.329
O	-25.001	0.373	-2.663	0.003	0.645	-0.276
O	19.224	-6.772	-5.141	0.625	-0.541	-0.277
O	-7.065	-1.595	24.082	0.356	-0.069	-0.321
O	-10.538	5.243	-0.547	0.349	0.097	-0.474
O	-12.515	6.661	23.402	0.255	0.285	0.467
O	-15.386	-3.812	24.835	0.581	0.333	-0.3
O	-31.458	3.437	-1.712	-0.242	-0.027	-0.564
O	-16.283	-0.062	-0.426	0.052	0.018	-0.497
O	10.555	0.872	25.608	-0.218	-0.161	0.627
O	-26.381	4.11	-1.432	-0.158	-0.247	-0.414
O	-29.62	7.893	25.299	-0.349	-0.101	-0.174
O	13.139	-2.261	-0.317	0.085	-0.069	-0.231
O	-13.405	2.534	-0.472	-0.232	-0.045	-0.181
O	-23.804	2.125	-6.659	-0.353	0.314	0.021
O	27.007	0.154	-0.117	0.073	0.069	0.001
O	14.962	-1.831	-2.717	0.331	0.277	0.396
O	-0.034	-1.895	-5.11	0.094	-0.368	0.263
O	-6.756	-0.31	-4.105	-0.201	-0.097	0.224
O	3.262	-5.79	25.153	0.33	-0.152	0.69
O	-24.974	7.674	-3.567	0.213	0.283	-0.498
O	-13.148	-1.492	-3.457	-0.135	0.285	-0.091
O	-4.429	-6.936	-4.211	0.434	-0.281	-0.428
O	19.288	-0.86	23.027	0.398	-0.128	0.169
O	-7.604	5.961	-3.232	-0.172	-0.601	0.285
O	8.024	-4.922	-3.117	-0.134	-0.498	0.208
O	10.928	-2.759	21.903	0.169	-0.06	0.138
O	-21.783	4.178	26.054	-0.15	0.516	-0.214
O	5.561	-4.58	-3.958	-0.207	0.165	-0.432
O	11.583	3.306	25.376	-0.583	-0.005	0.072
O	-15.073	-3.544	-5.786	0.428	-0.129	-0.165
O	-22.662	-0.101	-6.831	0.163	-0.44	0.205
O	-9.09	5.31	-5.306	-0.116	-0.542	0.288
O	13.088	1.05	-6.361	0.078	0.698	0.499
O	1.526	3.833	-1.302	0.166	0.192	-0.338
O	15.844	-6.958	24.386	-0.339	0.146	-0.169
O	-17.705	-7.245	-6.062	-0.421	0.307	-0.141
O	-1.53	6.735	23.412	0.224	-0.646	0.382
O	-18.38	-7.828	24.608	0.277	-0.09	-0.159
O	-22.935	-4.227	-1.697	0.31	-0.306	-0.116
O	23.015	-4.427	24.886	0.27	0.379	-0.191
O	26.363	-2.462	-6.037	-0.412	0.055	0.183
O	-22.695	7.183	25.62	-0.05	-0.234	0.242
O	25.427	-0.182	25.42	-0.227	0.145	0.37
O	-3.466	0.265	-2.644	-0.423	-0.251	-0.099
O	-12.256	7.945	-4.053	-0.324	0.085	-0.374
O	28.915	6.995	-5.845	0.388	-0.206	-0.352
O	26.993	-0.019	-5.43	-0.57	0.112	0.119
O	9.112	0.18	-3.161	0.335	-0.255	-0.144
O	-14.421	5.995	-6.04	0.332	0.433	0.091
O	9.416	1.751	-1.124	-0.106	0.317	0.126
O	13.548	-5.434	22.061	0.173	-0.265	-0.055
O	-9.5	-4.226	-3.017	0.271	0.329	-0.095
O	-18.503	7.072	-4.625	0.532	-0.278	-0.104
O	4.514	-4.356	-1.496	0.604	-0.15	-0.035
O	2.738	-2.736	-0.44	-0.26	0.126	-0.679
O	5.384	0.293	-0.362	-0.211	-0.19	-0.409
O	-18.701	-3.04	-0.474	0.158	-0.011	-0.326
O	17.016	-3.395	-2.18	0.14	-0.398	-0.076
O	20.86	-5.925	25.408	-0.498	-0.188	-0.036
O	-2.063	-3.449	-4.109	-0.026	-0.145	-0.58
O	-20.586	-7.264	23.115	-0.488	0.006	0.295
O	-5.049	3.056	25.662	0.449	-0.001	0.016
O	-8.267	-3.559	25.423	0.167	-0.324	0.351
O	10.786	-5.227	-0.293	0.085	-0.188	-0.111
O	-16.642	2.882	-5.706	0.395	0.33	-0.134
O	-4.154	-7.125	-1.484	-0.366	0.692	-0.077
O	12.557	-2.351	-3.69	-0.53	0.281	0.094
O	-20.242	-0.963	-1.268	-0.314	0.118	-0.32
O	29.155	-0.908	23.285	0.17	0.351	0.117
O	14.966	-3.817	23.322	0.485	-0.117	0.332
O	30.68	-5.959	24.849	0.345	-0.169	-0.181
O	-32.544	-8.065	21.908	-0.071	0.032	0.42
O	30.551	-1.45	-2.728	0.555	-0.271	-0.355
O	-24.561	-2.848	-0.295	-0.065	0.191	0.179
O	12.443	-6.887	-1.173	0.121	-0.608	-0.26
O	12.991	-0.791	25.842	-0.277	-0.391	0.027
O	-32.124	5.002	24.561	0.218	0.083	-0.48
O	-2.172	1.616	-4.478	-0.046	0.179	-0.407
O	-6.725	1.48	-6.023	-0.603	0.135	-0.128
O	14.143	1.887	-1.066	-0.218	0.377	-0.126
O	2.502	2.953	-6.027	-0.196	-0.47	-0.101
O	21.519	0.195	-0.316	-0.205	-0.09	-0.236
O	-2.789	0.148	25.314	0.222	0.364	0.115
O	14.518	7.503	-1.24	-0.184	0.401	0.063
O	-20.752	-1.828	22.962	0.378	-0.404	0.152
O	2.004	-0.212	-5.81	0.28	0.631	-0.284
O	30.899	6.945	-1.516	-0.189	0.242	-0.062
O	-24.275	-3.994	-3.977	0.112	-0.091	0.011
O	1.852	-7.244	-1.31	0.215	-0.327	-0.063
O	18.936	5.247	22.216	-0.345	-0.134	0.56
O	29.177	-5.711	-3.535	-0.142	-0.187	-0.012
O	-15.106	4.189	-1.471	-0.151	0.274	-0.178
O	-14.927	6.251	24.553	-0.238	0.422	-0.552
O	-4.979	1.695	-4.165	0.151	0.032	0.013
O	-16.468	8.079	22.187	0.114	-0.106	0.478
O	-22.98	-0.828	23.838	-0.081	0.027	-0.152
O	-8.082	5.909	22.847	-0.592	-0.034	0.045
O	30.546	-3.838	-4.751	-0.004	0.444	-0.194
O	23.204	-0.391	-4.131	0.38	-0.371	-0.528
O	3.993	7.638	26.147	0.362	0.317	0.527
O	-32.481	6.932	-3.418	0.224	0.043	0.298
O	10.939	7.228	-4.799	-0.268	-0.09	-0.292
O	-30.013	7.716	-3.995	0.052	0.141	0.625
O	30.426	5.838	-3.915	0.092	-0.609	-0.083
O	32.56	5.344	-0.531	-0.097	0	-0.725
O	-5.623	2.435	22.058	-0.055	-0.169	0.067
O	21.599	4.932	-1.182	-0.436	0.448	0.023
O	-26.855	-5.987	-1.356	0.136	-0.058	-0.202
O	2.633	4.094	22.826	0.017	0.322	0.217
O	-25.777	6.628	-1.326	0.014	0.037	0.666
O	28.679	-7.282	-1.502	-0.367	-0.352	0.029
O	23.294	7.373	-2.131	0.116	-0.248	-0.122
O	28.226	4.503	25.605	-0.297	0.081	-0.03
O	17.605	0.445	24.534	0.136	-0.042	0.06
O	-1.721	-3.895	-1.441	0.054	0.135	-0.245
O	-15.268	4.61	-4.042	-0.401	0.263	-0.273
O	-32.216	-0.893	-1.21	-0.271	-0.15	0.034
O	21.011	-5.194	-3.756	0.213	-0.43	-0.277
O	30.277	-1.915	25.501	0.074	-0.491	0.21
O	-25.448	6.401	-5.786	0.105	0.499	-0.429
O	10.759	-7.894	25.349	-0.348	0.321	0.568
O	-29.936	7.987	-0.662	0.272	-0.162	-0.155
O	25.83	-4.378	-4.066	0.31	-0.593	0.134
O	-0.562	6.472	-4.377	0.007	-0.062	-0.014
O	-24.539	-3.847	25.084	-0.293	0.219	-0.119
O	-17.44	-3.823	-6.909	-0.642	-0.249	-0.553
O	23.403	-4.431	-2.976	0.054	-0.271	0.108
O	1.658	1.165	-1.606	-0.378	-0.141	0.65
O	-32.042	-3.485	-5.267	0.212	-0.428	-0.073
O	-17.463	4.563	-2.52	-0.101	0.68	0.48
O	-24.393	2.558	-0.636	0.131	-0.201	-0.517
O	28.364	-1.507	-1.343	-0.21	0.305	-0.488
O	17.363	1.51	-5.202	-0.135	-0.578	-0.027
O	-20.242	6.68	24.125	-0.563	-0.098	0.339
O	1.581	4.867	-4.426	-0.025	-0.033	0.144
O	25.582	6.405	-1.368	-0.062	-0.235	-0.721
O	2.414	5.671	25.821	-0.63	-0.288	-0.296
O	-12.13	6.862	-1.673	-0.135	0.325	0.071
O	18.516	-5.507	-3.056	0.076	0.643	0.542
O	-22.125	-4.947	-5.868	-0.171	0.404	-0.192
O	6.22	4.211	-3.754	-0.477	0.552	0.006
O	-10.597	-7.385	-5.851	-0.082	0.523	-0.058
O	-30.796	-1.31	22.908	0.462	0.61	0.077
O	-6.302	-5.198	-3.706	-0.778	-0.35	0.197
O	-18.401	-0.823	-3.01	0.123	-0.463	0.171
O	30.906	-4.595	22.67	-0.058	0.066	0.385
O	20.617	-0.208	-3.791	-0.537	0.075	0.43
O	-31.112	3.469	-6.28	-0.412	-0.201	0.168
O	-18.478	1.112	-1.253	-0.172	0.415	-0.405
O	-23.648	4.467	-5.73	0.347	0.047	0.592
O	-0.859	-3.726	25.817	-0.419	0.233	0.504
O	-14.678	-1.76	-1.334	-0.207	0.23	-0.211
O	19.933	3.903	-2.94	-0.031	0.102	-0.501
O	-11.337	0.308	24.969	0.033	0.147	-0.169
O	25.194	0.227	-2.527	0.444	-0.225	0.404
O	-2.461	-1.057	-5.224	-0.119	0.249	0.16
O	22.616	4.297	-3.453	0.121	0.269	-0.408
O	8.752	6.792	25.898	-0.016	0.115	0.299
O	-29.681	-1.77	25.18	0.227	-0.54	-0.09
O	20.907	-3.35	25.911	0.125	0.46	0.112
O	13.544	-7.38	-3.362	0.137	0.165	-0.384
O	-18.653	-6.843	-3.56	0.242	0.315	-0.072
O	-26.355	-1.574	-1.646	-0.524	-0.36	-0.45
O	-31.589	-1.454	-3.638	0.132	-0.359	0.194
O	19.491	2.106	-6.723	0.103	0.085	0.032
O	13.461	-3.472	25.444	-0.381	-0.048	0.052
O	0.39	-0.896	25.561	-0.384	0.342	-0.38
O	-6.27	5.941	-0.986	0.375	-0.27	-0.036
O	-7.808	7.983	-0.333	0.16	-0.058	-0.56
O	29.915	2.762	24.579	-0.282	-0.352	0.147
O	-8.929	-6.431	-1.545	0.286	-0.207	-0.429
O	-25.411	-0.938	22.865	-0.382	0.199	0.475
O	-22.926	-3.95	22.931	0.43	0.383	0.109
O	8.676	7.974	-3.778	0.056	-0.125	0.459
O	-19.866	5.156	-3.504	-0.247	-0.155	-0.022
O	-15.214	-7.043	-1.601	0.307	0.309	-0.208
O	-2.612	2.692	-0.091	-0.217	0.208	-0.305
O	28.413	4.598	-4.972	-0.046	-0.143	0.261
O	10.834	2.262	-3.291	0.131	-0.403	-0.529
O	4.752	4.301	-5.956	-0.057	0.309	0.016
O	25.05	7.412	-6.706	0.083	0.167	-0.216
O	20.178	0.504	25.225	0.165	-0.588	0.248
O	13.152	6.247	-5.676	0.077	0.374	-0.353
O	-17.187	-3.972	-4.312	-0.312	-0.378	0.163
O	-5.744	-3.476	25.332	0.318	-0.486	-0.155
O	25.695	6.483	-4.425	-0.058	-0.85	0.152
O	4.412	-6.645	-2.817	-0.354	-0.193	-0.3
O	-3.127	-1.535	-0.839	0.007	-0.718	-0.161
O	2.912	-4.551	-3.582	0.013	0.359	-0.162
O	0.205	2.749	-4.732	-0.242	0.259	0.249
O	1.638	-4.829	-5.884	0.57	0.407	-0.174
O	-27.368	0.725	-1.402	0.105	-0.253	0.167
O	-6.883	1.666	-1.206	0.263	0.237	-0.241
O	-6.444	-6.622	-5.975	-0.099	0.308	-0.344
O	-21.852	2.521	-4.844	0.268	0.358	0.291
O	-28.009	2.947	25.43	0.651	-0.314	0.275
O	23.466	1.226	24.303	-0.448	-0.253	0.048
O	22.219	8.152	25.12	0.337	-0.168	0.194
O	16.054	0.344	-0.218	0.025	0.157	-0.038
O	10.354	-3.789	-3.698	0.034	0.229	-0.117
O	32.044	0.526	-3.351	0.079	0.258	-0.171
O	4.288	7.582	-1.22	-0.709	0.278	-0.166
O	-31.606	-6.899	25.853	-0.283	0.565	-0.32
O	-12.81	5.445	-3.92	0.434	-0.349	0.016
O	-18.917	3.467	-6.705	-0.076	-0.054	0.306
O	11.598	4.631	-4.188	-0.19	-0.133	-0.298
O	-20.424	-6.511	-1.482	-0.129	0.322	-0.116
O	6.964	3.63	-1.195	0.613	-0.413	-0.121
O	23.188	7.071	-4.848	0.109	0.212	0.058
O	-17.054	3.434	24.871	0.114	0.262	-0.043
O	-30.331	-1.382	-5.811	-0.025	0.407	0.288
O	-26.047	-4.478	-6.071	-0.644	0.274	-0.235
O	-29.172	-7.084	-5.925	0.321	0.599	0.193
O	30.305	0.971	-1.58	-0.429	0.046	0.046
O	-1.434	7.985	25.857	0.681	-0.059	0.065
O	-12.46	2.259	26.174	-0.122	0.069	0.119
O	25.488	7.784	24.004	0.406	0.387	-0.499
O	20.261	-1.943	-5.691	0.1	0.54	-0.493
O	-4.456	0.2	-6.254	-0.084	-0.045	0.264
O	11.054	5.826	25.101	0.069	-0.092	0.058
O	22.3	-6.731	-1.148	-0.063	0.503	-0.157
O	28.503	2.117	-5.757	0.481	-0.256	-0.134
O	-12.168	-0.579	-5.776	-0.213	-0.005	0.022
O	13.544	5.089	25.626	0.194	-0.011	0.113
O	32.286	7.39	24.87	0.153	0.194	-0.193
O	5.727	-4.907	24.559	0.383	0.552	-0.223
O	-5.548	5.688	25.242	-0.11	-0.008	0.621
O	-11.051	-2.599	-4.438	0.025	-0.408	0.134
O	6.739	-0.277	-4.148	-0.137	-0.095	-0.422
O	-8.446	-2.276	-4.427	-0.127	0.542	-0.056

Results
total energy: -406606.364 eV
total energy less fixed offsets of O -438.25, Si -107.07 eV per atom: 6.436 eV
